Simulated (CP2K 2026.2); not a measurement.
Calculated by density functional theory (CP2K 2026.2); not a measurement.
Periodic cell of 2016 atoms, Si1440O576, from a study of silicon, its oxide and their interface. The atomic structure is a simulated model.
Doubt: the forces sum to 2.72 eV/angstrom along one axis rather than to zero, so they err by at least 0.0013 eV/angstrom per atom on average; the grid cutoff is modest.

Settings
functional: PBE
method: Gaussian and plane waves
basis set: DZVP-MOLOPT-SR-GTH
pseudopotentials: GTH-PBE
grid cutoff: 300 Ry, relative cutoff 40 Ry
k points: Gamma only
occupations: fixed
spin: none
net charge: 0

Cell vectors (angstrom)
a 65.28 0 0
b 0 16.32 0
c 0.4117 -1.3153 33.3933

Atoms and the computed forces on them: element, x, y, z (angstrom), force x, y, z (eV/angstrom)
Si 1.141 -0.993 -0.134 0.146 -0.231 0.792
Si 3.989 1.579 -0.292 0.154 -0.096 0.687
Si 1.696 3.783 -0.495 -0.206 0.295 0.697
Si 4.761 6.427 -0.074 -0.308 0.024 0.827
Si 1.547 -6.915 -0.4 0.254 -0.005 0.757
Si 4.476 -3.918 -0.377 -0.287 -0.099 0.709
Si 7.543 -1.815 -0.107 -0.061 0.182 0.808
Si 10.312 1.067 -0.041 -0.236 -0.014 0.688
Si 6.947 4.241 0.103 -0.013 -0.18 0.687
Si 9.69 6.798 0.438 0.004 0.077 0.547
Si 7.499 8.883 0.008 -0.124 0.221 0.808
Si 9.636 12.266 0.358 -0.015 -0.006 0.557
Si 12.315 -1.238 0.397 -0.065 0.024 0.561
Si 15.184 1.121 0.077 -0.064 0.26 0.668
Si 11.992 4.693 0.095 0.097 -0.342 0.664
Si 15.211 6.515 0.147 -0.133 0.226 0.684
Si 11.877 10.192 -0.083 0.156 -0.209 0.743
Si 14.526 12.973 -0.055 0.083 -0.284 0.843
Si 17.407 -1.066 0.167 0.165 -0.049 0.743
Si 20.745 1.094 0.139 -0.197 0.205 0.698
Si 17.597 4.391 0.111 0.095 -0.245 0.626
Si 20.835 6.507 -0.085 -0.02 0.096 0.66
Si 17.471 9.628 -0.107 0.186 0.118 0.781
Si 20.687 12.295 0.073 -0.247 0.011 0.747
Si 23.116 -1.039 0.382 0.066 -0.28 0.647
Si 26.47 0.805 0.258 0.033 0.006 0.678
Si 23.036 4.172 -0.015 -0.004 -0.09 0.584
Si 25.73 6.893 0.582 0.052 -0.21 0.689
Si 22.92 10.086 0.068 0.056 -0.3 0.679
Si 26.128 12.1 0.2 -0.323 0.239 0.614
Si 28.686 -1.471 0.573 0.018 -0.055 0.27
Si 30.982 1.482 0.486 0.22 -0.077 0.777
Si 28.957 3.844 0.37 -0.132 0.053 0.701
Si 31.45 6.564 -0.057 0.061 0.13 0.827
Si 28.114 9.641 0.365 0.282 -0.065 0.656
Si 30.922 12.534 0.553 -0.085 0.089 0.226
Si 34.16 -1.592 0.334 -0.098 0.056 0.769
Si 36.506 1.518 0.427 0.197 -0.257 0.643
Si 34.157 3.559 0.572 -0.057 0.274 0.798
Si 36.894 6.537 0.275 -0.314 0.198 0.671
Si 33.219 10.349 0.147 -0.017 -0.221 0.745
Si 36.287 12.454 0.152 0.184 -0.119 0.73
Si 39.676 -1.707 0.178 -0.453 0.315 0.679
Si 42.121 1.064 -0.062 -0.067 0.225 0.66
Si 38.966 4.201 0.571 0.278 0.021 0.679
Si -23.533 7.051 0.015 0.186 -0.182 0.641
Si 39.527 9.277 0.184 -0.068 0.07 0.761
Si -23.473 -4.091 0.461 0.327 -0.058 0.662
Si -20.825 -1.093 -0.179 0.158 -0.195 0.669
Si -18.097 1.657 0.039 0.098 -0.158 0.739
Si -20.308 3.856 0.138 -0.131 0.048 0.73
Si -18.218 7.1 0.192 0.265 -0.102 0.756
Si -20.378 -6.947 0.224 -0.247 0.101 0.722
Si -17.72 -4.46 0.145 -0.094 0.421 0.681
Si -14.875 -1.568 0.089 -0.1 0.12 0.772
Si -12.008 0.973 -0.099 -0.23 0.333 0.764
Si -15.23 4.001 0.045 -0.07 0.265 0.572
Si -12.337 6.639 -0.158 0.07 -0.045 0.706
Si -15.33 -6.553 -0.043 0.29 -0.354 0.657
Si -12.577 -3.689 -0.073 0.093 -0.308 0.741
Si -9.744 -1.223 -0.105 0.291 -0.192 0.688
Si -6.903 1.536 0.288 -0.012 -0.142 0.727
Si -9.09 3.683 0.017 -0.356 0.161 0.828
Si -6.53 6.355 0.025 -0.084 0.269 0.763
Si -9.646 -7.003 -0.47 0.157 -0.061 0.737
Si -6.363 -4.75 -0.325 -0.116 0.217 0.783
Si -3.883 -1.514 -0.323 -0.327 0.133 0.785
Si -1.181 1.127 -0.141 -0.128 0.274 0.804
Si -4.257 4.253 0.014 0.208 -0.049 0.763
Si -1.786 7.339 -0.141 0.041 -0.116 0.727
Si -4.057 -6.832 0.15 -0.017 0.044 0.507
Si -1.59 -3.697 -0.317 0.191 -0.287 0.79
Si 2.832 0.066 1.106 -0.009 -0.003 -0.009
Si 5.583 2.649 1.134 -0.018 -0.02 -0.032
Si 2.86 5.38 0.919 -0.009 0.002 -0.056
Si 5.755 8.008 1.327 -0.003 0.005 -0.012
Si 2.97 -5.433 0.863 0.033 0.045 -0.048
Si 5.701 -2.665 1.161 0.018 0.004 -0.059
Si 8.506 -0.036 1.142 -0.03 0.058 -0.086
Si 11.156 2.787 1.299 0.039 0.068 0.002
Si 8.289 5.396 1.615 -0.014 0.003 -0.046
Si 11.079 8.383 1.377 0.056 0.042 -0.077
Si 8.261 10.72 1.374 -0.059 -0.01 -0.029
Si 10.965 -2.654 1.64 0.003 -0.006 -0.048
Si 13.742 0.099 1.618 -0.014 0.023 -0.047
Si 16.376 2.759 1.314 0.016 -0.043 -0.033
Si 13.638 5.533 1.548 0.003 -0.029 0.002
Si 16.307 8.228 1.348 -0.045 -0.004 -0.027
Si 13.579 11.157 1.237 0.062 -0.044 -0.101
Si 16.218 -2.587 1.43 0.015 -0.034 -0.044
Si 19.076 0.034 1.409 -0.008 0 -0.055
Si 21.841 2.728 1.418 -0.002 0.027 -0.036
Si 19.2 5.523 1.377 0.014 0.02 -0.014
Si 21.866 8.227 1.217 0.032 0.002 -0.062
Si 19.015 10.972 1.185 0.014 -0.036 -0.096
Si 21.867 -2.657 1.552 0.032 -0.02 -0.053
Si 24.702 0.031 1.67 0.006 0.02 0.01
Si 27.329 2.611 1.541 -0.024 0.02 -0.071
Si 24.486 5.244 1.542 -0.054 0.001 -0.037
Si 27.111 8.203 1.885 0.058 -0.007 0.032
Si 24.468 11.046 1.536 0.044 0.008 -0.047
Si 27.178 -2.77 1.714 -0.107 -0.049 -0.092
Si 29.906 -0.014 1.879 0.025 0.093 -0.067
Si 32.589 2.508 1.862 -0.086 0.022 -0.042
Si 30.161 5.38 1.628 -0.016 0.053 -0.026
Si 32.408 8.34 1.257 0.001 -0.028 -0.076
Si 29.713 10.866 1.633 -0.068 -0.094 -0.058
Si 32.534 -2.595 1.728 0.094 0.006 -0.013
Si 35.339 -0.086 1.672 -0.001 -0.017 -0.055
Si 37.885 2.687 1.882 -0.008 -0.06 -0.006
Si 35.196 5.444 1.533 0.035 0.018 -0.077
Si 37.958 8.173 1.542 0.016 0.011 -0.046
Si 35.067 10.994 1.519 0.052 0.019 -0.07
Si 37.949 -2.766 1.427 0.008 0.044 -0.025
Si 40.68 -0.016 1.446 0.016 -0.007 -0.06
Si -21.948 2.644 1.304 -0.033 0.003 -0.043
Si -24.602 5.484 1.469 0.069 0.002 -0.05
Si -21.979 -8.165 1.424 -0.002 -0.039 -0.042
Si -24.696 -5.57 1.699 -0.05 -0.064 -0.017
Si -21.787 -2.737 1.329 0.025 0.073 -0.038
Si -19.257 0.008 1.25 -0.017 0.001 -0.061
Si -16.559 2.74 1.445 -0.033 -0.037 -0.029
Si -19.231 5.443 1.488 -0.007 -0.012 -0.015
Si -16.435 -8.161 1.306 0.011 -0.002 -0.015
Si -19.185 -5.49 1.591 -0.011 -0.026 -0.049
Si -16.507 -2.752 1.273 0.018 -0.027 -0.043
Si -13.628 -0.023 1.321 0 0.042 -0.03
Si -10.898 2.655 1.144 -0.009 -0.005 -0.024
Si -13.761 5.412 1.237 0.02 -0.03 -0.065
Si -10.848 -8.343 1.089 -0.069 0.088 -0.073
Si -13.634 -5.44 1.138 0.037 0.018 0.007
Si -10.922 -2.718 1.262 0.008 0.021 -0.006
Si -8.175 -0.117 1.283 -0.056 -0.009 -0.044
Si -5.369 2.778 1.464 0.027 0.025 -0.045
Si -8.079 5.288 1.391 0.016 0.008 -0.048
Si -5.473 8.052 1.295 -0.039 -0.06 -0.034
Si -8.187 -5.633 0.951 -0.059 -0.005 -0.062
Si -5.432 -2.854 0.92 0.011 0.012 -0.061
Si -2.739 -0.032 1.15 -0.008 -0.071 -0.039
Si 0.085 2.772 0.991 0.023 0.01 -0.04
Si -2.683 5.549 1.157 0.011 -0.039 -0.052
Si 0.086 8.206 1.057 0.024 -0.021 -0.047
Si -2.588 -5.338 1.141 0.027 0.093 -0.031
Si 0.049 -2.689 1.072 -0.045 -0.013 0.008
Si 1.43 1.419 2.458 -0.025 0.006 0.007
Si 4.16 4.042 2.456 -0.003 0.017 0.016
Si 1.462 6.751 2.339 0.042 -0.019 -0.02
Si 4.247 9.522 2.396 -0.009 0.013 -0.023
Si 1.521 -4.104 2.314 0.009 -0.047 -0.029
Si 4.239 -1.31 2.448 -0.038 -0.021 -0.026
Si 6.982 1.286 2.467 0.038 -0.019 -0.019
Si 9.705 3.983 2.755 0.029 -0.002 0.04
Si 6.926 6.757 2.883 -0.013 0.005 0.056
Si 9.649 9.541 2.823 0.003 -0.004 0.042
Si 6.858 12.176 2.602 0.022 0.015 0.029
Si 9.593 -1.259 2.827 -0.036 0.021 0.045
Si 12.398 1.522 2.843 -0.048 0.003 0.02
Si 15.018 4.075 2.762 0.001 -0.041 0.014
Si 12.36 6.989 2.806 -0.052 0.024 0.021
Si 14.924 9.653 2.618 -0.052 0.013 -0.015
Si 12.352 12.298 2.873 0.014 -0.033 0.041
Si 15.031 -1.297 2.944 -0.001 -0.005 0.054
Si 17.733 1.428 2.752 -0.015 0.005 -0.002
Si 20.45 4.09 2.779 0.002 -0.024 -0.016
Si 17.766 6.894 2.7 0.01 0.018 -0.002
Si 20.387 9.538 2.6 -0.006 0.023 -0.014
Si 17.669 12.287 2.643 0.027 0.01 0.002
Si 20.408 -1.323 2.813 -0.004 0.007 0.058
Si 23.232 1.435 2.866 -0.045 0.032 0.016
Si 25.888 3.942 2.884 0.016 0.007 0.009
Si 23.133 6.83 2.748 0.027 0.016 -0.013
Si 25.72 9.636 3.038 -0.035 0.067 0.043
Si 23.146 12.318 2.961 0.032 0.015 0.053
Si 25.845 -1.408 3.069 0.01 -0.019 0.031
Si 28.532 1.369 3.118 -0.014 -0.001 0.085
Si 31.318 4.027 3.116 -0.021 -0.021 0.038
Si 28.643 6.746 2.933 0.049 -0.019 -0.01
Si 31.145 9.502 2.892 0.03 -0.006 0.005
Si 28.461 12.186 3.086 -0.012 0.033 0.06
Si 31.284 -1.314 3.182 -0.004 -0.002 0.038
Si 33.979 1.188 3.126 0.01 -0.037 0.054
Si 36.503 4.135 3.064 -0.058 -0.004 0.031
Si 33.821 6.922 2.75 -0.077 -0.015 -0.031
Si 36.507 9.557 2.801 0.01 0.018 -0.019
Si 33.877 12.303 3.033 0.019 0.005 0.033
Si 36.724 -1.423 2.952 0.034 -0.048 0.031
Si 39.388 1.295 2.941 0.038 -0.016 0.039
Si -23.226 4.055 2.739 0.025 0.007 -0.016
Si -25.938 6.822 2.911 -0.031 -0.018 -0.014
Si -23.221 -6.851 2.929 0.048 0.003 0.016
Si -26.061 -4.121 2.895 -0.018 0.028 0.028
Si -23.19 -1.399 2.762 -0.006 -0.023 0.037
Si -20.566 1.336 2.716 0.005 -0.009 0.011
Si -17.821 4.13 2.819 0.019 0.013 0.026
Si -20.617 6.783 2.802 -0.021 0.025 0.024
Si -17.741 -6.859 2.804 0.02 -0.019 0.038
Si -20.489 -4.02 2.809 -0.059 -0.003 0.031
Si -17.828 -1.341 2.613 -0.001 0.022 -0.014
Si -15.042 1.36 2.627 0.003 -0.018 0.033
Si -12.297 4.028 2.508 0.003 -0.008 0.014
Si -15.045 6.801 2.628 -0.016 0 0.023
Si -12.22 -6.86 2.426 0.013 0.002 0.016
Si -15.041 -4.12 2.59 0.02 -0.01 0.028
Si -12.256 -1.371 2.684 -0.005 0.01 -0.001
Si -9.553 1.307 2.595 0.002 0.04 0.033
Si -6.732 4.062 2.822 -0.016 0.016 0.066
Si -9.521 6.718 2.563 0.021 -0.015 0.013
Si -6.898 -6.883 2.52 -0.002 0.019 -0.013
Si -9.476 -4.184 2.41 0.032 -0.025 -0.002
Si -6.741 -1.524 2.451 0.076 -0.005 0.009
Si -3.994 1.312 2.599 0.025 -0.004 0.054
Si -1.252 4.132 2.407 -0.037 -0.033 0.007
Si -4.032 6.785 2.631 0.005 0.005 0.067
Si -1.191 -6.712 2.469 -0.046 0.01 0.023
Si -4.046 -4.045 2.46 -0.02 -0.017 0.042
Si -1.33 -1.379 2.5 0.017 0.014 0.03
Si 0.066 0.016 3.81 0.008 -0.001 -0.01
Si 2.794 2.73 3.859 0.002 0.01 -0.005
Si 0.116 5.447 3.798 0.005 0.011 0.004
Si 2.818 8.145 3.734 -0.012 -0.006 -0.01
Si 0.172 -5.391 3.813 -0.03 0.055 0.013
Si 2.83 -2.72 3.75 0.004 -0.014 -0.002
Si 5.569 0 3.876 0.017 0.029 0.006
Si 8.246 2.636 3.989 -0.014 -0.024 -0.023
Si 5.447 5.36 3.986 -0.038 -0.022 -0.008
Si 8.284 8.161 4.148 0.016 0.025 0.001
Si 5.477 10.851 3.928 0.046 -0.046 0.011
Si 8.195 -2.738 4.012 0.015 -0.011 -0.035
Si 10.985 0.093 4.13 0.008 0.014 -0.026
Si 13.732 2.791 4.23 0.053 -0.023 0.025
Si 10.99 5.486 4.068 0.014 0.005 -0.072
Si 13.704 8.297 4.142 -0.012 0.061 0.025
Si 10.969 10.917 4.172 0.011 -0.019 -0.008
Si 13.676 -2.68 4.24 0.004 -0.003 0.002
Si 16.433 0.067 4.193 0.001 0.012 -0.018
Si 19.081 2.753 4.148 0.022 0.003 -0.001
Si 16.408 5.483 4.055 -0.016 0.013 -0.016
Si 19.087 8.228 4.092 0.008 0.01 -0.007
Si 16.342 10.922 4.036 -0.03 0.009 0.003
Si 19.035 -2.723 4.108 -0.007 -0.006 -0.041
Si 21.796 0.039 4.166 0.03 -0.035 -0.027
Si 24.512 2.723 4.323 -0.003 -0.014 0.009
Si 21.778 5.481 4.144 0.029 -0.004 -0.018
Si 24.408 8.144 4.254 0.002 -0.026 -0.001
Si 21.721 10.85 4.117 0.023 -0.05 -0.038
Si 24.461 -2.716 4.396 0.006 -0.03 0.023
Si 27.18 -0.026 4.419 -0.01 0.037 -0.045
Si 29.899 2.719 4.446 0.043 -0.042 -0.015
Si 27.218 5.381 4.236 0.021 -0.035 -0.013
Si 29.884 8.145 4.336 -0.021 0.035 0.012
Si 27.103 10.892 4.442 -0.025 0.002 0.006
Si 29.87 -2.752 4.393 0.006 -0.031 -0.031
Si 32.624 -0.033 4.548 0.026 0.008 0.054
Si 35.248 2.7 4.404 -0.017 0.043 -0.004
Si 32.636 5.518 4.31 0.028 0.027 -0.039
Si 35.221 8.175 4.199 -0.018 -0.026 -0.004
Si 32.525 10.856 4.295 0.014 -0.021 -0.037
Si 35.313 -2.715 4.348 -0.042 0.055 -0.027
Si 38.044 -0.044 4.311 -0.034 -0.007 -0.007
Si -24.537 2.726 4.196 0.006 0.006 -0.007
Si -27.296 5.468 4.293 0.032 -0.003 -0.024
Si -24.583 -8.177 4.285 0.008 -0.017 0.003
Si -27.4 -5.46 4.246 -0.027 0.011 -0.013
Si -24.586 -2.747 4.152 0.025 0.033 -0.036
Si -21.861 -0.017 4.139 0.001 0.002 -0.04
Si -19.179 2.704 4.09 -0.041 -0.009 -0.021
Si -21.902 5.395 4.166 -0.023 0.025 -0.01
Si -19.156 -8.195 4.113 0.008 -0.017 -0.025
Si -21.842 -5.409 4.168 -0.015 -0.012 -0.016
Si -19.095 -2.672 4.099 0.021 0.021 -0.011
Si -16.405 -0.012 3.972 -0.013 0.015 -0.006
Si -13.637 2.712 3.946 0.018 0.007 0.003
Si -16.371 5.473 4.066 0.009 -0.013 -0.004
Si -13.605 -8.146 3.891 0.013 0.008 -0.008
Si -16.349 -5.443 4.047 0.017 0.022 -0.014
Si -13.66 -2.758 3.957 -0.016 -0.015 -0.002
Si -10.886 -0.01 3.999 -0.014 0.021 0.022
Si -8.173 2.648 3.99 -0.013 -0.034 -0.011
Si -10.923 5.384 3.893 -0.023 -0.035 0.015
Si -8.193 -8.212 3.933 0.03 -0.016 0.012
Si -10.868 -5.493 3.82 -0.006 -0.014 -0.011
Si -8.128 -2.823 3.83 -0.043 0.026 0.006
Si -5.406 -0.093 3.855 -0.035 -0.042 -0.043
Si -2.593 2.736 3.84 0.007 0.053 -0.03
Si -5.353 5.463 4.05 0 0.03 0.035
Si -2.605 8.221 3.837 0.007 -0.019 -0.03
Si -5.433 -5.466 3.79 -0.005 0.042 -0.041
Si -2.685 -2.724 3.869 0 -0.03 -0.011
Si 1.319 -1.367 16.224 0.014 -0.002 0.005
Si 4.031 1.344 16.198 -0.003 -0.001 0.015
Si 1.365 4.079 16.179 0 0.015 0.011
Si 4.022 6.713 16.146 -0.02 0.005 0
Si 1.293 -6.808 16.17 -0.013 0.017 0.001
Si 4.02 -4.095 16.187 0.007 -0.02 -0.007
Si 6.748 -1.365 16.187 0.012 -0.003 -0.003
Si 9.466 1.291 16.318 -0.005 -0.024 0.008
Si 6.74 3.995 16.25 0.006 0.008 0.023
Si 9.475 6.731 16.281 -0.023 0.031 -0.003
Si 6.805 9.495 16.172 0.016 0.002 -0.014
Si 9.442 -4.133 16.205 -0.014 0.004 0.007
Si 12.106 -1.4 16.297 -0.017 -0.007 -0.006
Si 14.861 1.321 16.377 -0.006 0.017 0.015
Si 12.171 4.017 16.384 0.006 0.012 0.021
Si 14.851 6.643 16.376 -0.022 -0.001 0.007
Si 12.14 9.42 16.278 -0.022 0.02 -0.003
Si 14.845 -4.181 16.31 -0.008 -0.001 -0.019
Si 17.535 -1.42 16.353 0.005 0 0.008
Si 20.272 1.292 16.442 0.002 0.009 -0.003
Si 17.555 3.968 16.47 -0.008 -0.024 0.021
Si 20.278 6.694 16.472 0.001 0.005 0.006
Si 17.565 9.407 16.382 -0.019 0.01 -0.002
Si 20.313 -4.186 16.408 0.002 -0.011 0.001
Si 23.022 -1.433 16.486 -0.003 0.007 0.022
Si 25.771 1.31 16.477 -0.009 0 -0.006
Si 23.007 4.016 16.484 0 -0.006 0.007
Si 25.763 6.724 16.521 -0.001 0.004 -0.002
Si 22.969 9.432 16.476 -0.033 0.002 0.008
Si 25.762 -4.123 16.486 0.003 0.025 0.003
Si 28.504 -1.403 16.496 0.001 0 -0.001
Si 31.319 1.364 16.609 0.029 0.004 0.017
Si 28.542 4.081 16.581 -0.021 0.019 0.024
Si 31.298 6.805 16.577 0.002 -0.005 -0.003
Si 28.542 9.484 16.563 0.007 0.009 0.021
Si 31.257 -4.117 16.539 -0.015 0.005 0.007
Si 34.048 -1.34 16.596 0.007 -0.007 0.019
Si 36.778 1.397 16.533 0.005 -0.029 0.017
Si 34.057 4.092 16.63 0.006 0.003 0.025
Si 36.769 6.78 16.563 -0.012 -0.012 0.02
Si 33.999 9.495 16.531 -0.003 -0.001 -0.005
Si 36.737 -4.044 16.512 -0.009 0.002 0.015
Si 39.501 -1.262 16.428 0.003 -0.002 0.014
Si -23.061 1.397 16.323 0.017 -0.029 -0.006
Si -25.769 4.116 16.457 0.035 -0.009 0.012
Si -23.076 -9.461 16.336 -0.027 -0.002 0.005
Si -25.783 -6.775 16.433 0.004 -0.005 -0.001
Si -23.061 -4.031 16.308 -0.012 -0.026 0.011
Si -20.293 -1.281 16.215 0.01 0.011 0
Si -17.568 1.47 16.185 -0.002 -0.018 0.015
Si -20.281 4.148 16.239 0.02 0.006 0.006
Si -17.586 -9.457 16.141 0.012 -0.013 0.007
Si -20.33 -6.727 16.239 0.025 -0.006 0.016
Si -17.596 -4.015 16.195 -0.001 -0.022 0.021
Si -14.86 -1.255 16.082 0 0.017 -0.013
Si -12.146 1.402 16.112 0.002 -0.027 -0.001
Si -14.817 4.181 16.137 0.03 -0.004 0.007
Si -12.152 -9.421 16.155 0.005 -0.007 0.006
Si -14.838 -6.718 16.167 0.021 0.018 -0.001
Si -12.13 -4.018 16.094 -0.005 -0.008 0.019
Si -9.4 -1.302 16.183 0.019 0.034 0.007
Si -6.727 1.414 16.103 -0.008 -0.008 -0.002
Si -9.398 4.181 16.079 0.022 -0.001 0.001
Si -6.701 6.819 16.089 -0.007 -0.009 0.001
Si -9.452 -6.742 16.072 0.014 -0.003 -0.002
Si -6.707 -4.005 16.189 -0.017 -0.011 0.012
Si -3.978 -1.285 16.141 0.01 0.01 0.015
Si -1.344 1.347 16.225 0 -0.026 -0.003
Si -4.034 4.109 16.166 -0.013 0.022 0.016
Si -1.353 6.836 16.165 0.011 0.007 -0.004
Si -3.979 9.585 16.202 0.023 0.019 0.016
Si -1.339 -4.073 16.186 -0.015 0.004 0.008
Si 2.654 0.026 17.565 -0.019 -0.038 -0.004
Si 5.382 2.629 17.625 0.003 -0.017 0.031
Si 2.691 5.407 17.599 0.034 0.018 0.037
Si 5.429 8.075 17.395 0.058 -0.003 -0.039
Si 2.613 -5.436 17.524 -0.016 0.025 0.042
Si 5.413 -2.739 17.507 0.037 0.027 0.019
Si 8.054 -0.056 17.649 0.007 0.008 0.001
Si 10.846 2.6 17.716 0.014 0.019 0.028
Si 8.1 5.354 17.594 0.002 -0.03 0.007
Si 10.84 8.047 17.683 0.009 -0.012 0.018
Si 8.162 10.81 17.593 -0.009 -0.019 0.036
Si 10.683 -2.739 17.612 -0.005 0.026 0.007
Si 13.459 -0.049 17.653 -0.029 -0.006 -0.001
Si 16.172 2.617 17.86 0.004 -0.009 0.026
Si 13.511 5.326 17.835 -0.009 0.03 0.012
Si 16.199 8.003 17.698 0.026 0.024 0.009
Si 13.451 10.786 17.636 0.004 -0.027 0.041
Si 16.193 -2.833 17.662 0 0.006 0.022
Si 18.824 -0.041 17.742 -0.005 -0.002 -0.024
Si 21.63 2.636 17.813 -0.034 0.003 0.019
Si 18.92 5.312 17.832 0.031 0.013 0.023
Si 21.615 8.039 17.861 0.025 0.021 -0.005
Si 18.963 10.727 17.725 0.017 -0.004 0.017
Si 21.605 -2.804 17.8 0.008 -0.01 0.044
Si 24.451 -0.107 17.821 0.019 -0.009 0.01
Si 27.083 2.711 17.837 0.022 0.011 0.005
Si 24.356 5.367 17.863 0.034 -0.017 0.001
Si 27.173 8.058 17.852 0.007 -0.011 0.001
Si 24.31 10.856 17.762 0.008 0.031 0.009
Si 27.131 -2.765 17.856 0.003 0.006 -0.016
Si 29.906 -0.076 17.834 -0.022 -0.032 0.009
Si 32.702 2.734 18.017 -0.02 -0.036 0.001
Si 29.946 5.457 17.944 -0.02 0.006 -0.003
Si 32.657 8.164 17.956 0.048 0.004 0.012
Si 29.901 10.864 17.945 0.005 0 0.013
Si 32.66 -2.776 17.871 0.033 0.039 0.007
Si 35.444 0.057 17.954 -0.005 -0.014 0.001
Si 38.18 2.757 17.858 -0.007 -0.004 0.009
Si 35.444 5.439 18.025 0 -0.013 0.054
Si 38.205 8.147 17.839 0.032 0.021 0.022
Si 35.401 10.833 17.846 -0.023 -0.009 -0.021
Si 38.092 -2.57 17.779 -0.02 0.001 -0.025
Si 40.899 0.089 17.786 -0.014 -0.006 0.02
Si -21.636 2.768 17.566 -0.011 -0.018 -0.008
Si -24.369 5.491 17.767 -0.011 0.011 0.025
Si -21.708 -8.05 17.608 -0.027 0.017 0.035
Si -24.403 -5.366 17.718 0.023 0.012 0.023
Si -21.66 -2.628 17.557 0.008 0.032 -0.011
Si -18.922 0.104 17.533 0.004 0.001 0.028
Si -16.165 2.848 17.493 0.001 0.02 0.013
Si -18.884 5.519 17.552 0.002 -0.031 0.011
Si -16.234 -8.086 17.464 -0.001 -0.007 0.005
Si -18.98 -5.345 17.577 -0.01 0.021 0.03
Si -16.178 -2.609 17.436 0.019 0.017 0.012
Si -13.528 0.068 17.482 -0.009 0.002 0.006
Si -10.769 2.817 17.371 -0.005 0.001 -0.011
Si -13.499 5.553 17.537 -0.002 0.002 0.019
Si -10.795 -8.032 17.492 -0.018 0.012 0.046
Si -13.449 -5.341 17.503 -0.014 -0.042 0.036
Si -10.78 -2.7 17.483 0.011 0.002 0.044
Si -8.041 0.109 17.532 -0.012 -0.012 0.013
Si -5.406 2.742 17.506 -0.002 -0.016 0.005
Si -8.044 5.508 17.49 0.002 -0.006 0.038
Si -5.349 8.159 17.452 0.006 0.004 0.016
Si -8.134 -5.401 17.453 -0.014 0.028 0.012
Si -5.301 -2.607 17.511 -0.023 0.002 0.009
Si -2.69 0.011 17.651 -0.006 -0.005 0.036
Si 0.038 2.712 17.544 0.008 -0.013 0.02
Si -2.683 5.478 17.532 -0.022 -0.008 0.012
Si -0.068 -8.12 17.587 -0.045 -0.004 0.031
Si -2.616 -5.4 17.647 0.004 -0.034 0.036
Si -0.051 -2.716 17.601 0.022 0.025 0.015
Si 1.355 1.401 19.003 0 0.007 -0.012
Si 4.048 4.008 18.973 -0.012 0.007 -0.049
Si 1.302 6.83 18.896 -0.019 0.005 -0.017
Si 4.058 -6.886 18.648 0.014 -0.029 -0.067
Si 1.223 -4.133 18.975 -0.044 -0.027 -0.004
Si 4.02 -1.389 18.822 0.01 0.005 -0.048
Si 6.693 1.249 19.057 -0.032 0.019 0.015
Si 9.435 3.976 18.978 -0.012 0.003 -0.021
Si 6.705 6.759 18.846 -0.025 0.021 -0.016
Si 9.507 9.429 19.007 -0.018 0.027 -0.043
Si 6.797 -4.079 18.855 0.041 0.037 -0.072
Si 9.311 -1.446 19.066 -0.012 -0.041 0.001
Si 12.184 1.23 19.159 0.031 -0.007 -0.018
Si 14.802 3.928 19.28 -0.007 -0.008 0.02
Si 12.153 6.727 19.177 0.002 0.016 -0.002
Si 14.756 9.328 18.963 -0.038 -0.027 -0.043
Si 12.047 -4.111 18.89 -0.002 -0.02 -0.054
Si 14.771 -1.471 18.939 -0.009 -0.01 -0.02
Si 17.48 1.2 19.243 0.016 -0.006 0.023
Si 20.215 3.899 19.235 -0.009 -0.01 -0.012
Si 17.528 6.683 19.143 -0.023 -0.013 -0.005
Si 20.213 9.364 19.208 -0.019 0 -0.006
Si 17.58 -4.214 18.977 -0.009 0.024 -0.029
Si 20.119 -1.444 19.046 -0.014 -0.034 -0.015
Si 23.058 1.266 19.078 0.024 0.026 -0.033
Si 25.731 4.064 19.252 0.01 -0.032 0.008
Si 22.928 6.637 19.241 -0.028 -0.006 0.014
Si 25.668 9.425 18.994 -0.017 -0.001 -0.017
Si 22.973 -4.132 19.197 0.021 0.015 -0.028
Si 25.771 -1.466 19.265 -0.037 0.024 -0.009
Si 28.471 1.299 19.07 -0.002 -0.02 -0.037
Si 31.33 4.144 19.343 -0.005 0.025 -0.011
Si 28.557 6.778 19.321 0.002 0.026 -0.021
Si 31.278 9.514 19.332 0.006 -0.007 0.016
Si 28.477 -4.083 19.251 0.031 0.003 -0.001
Si 31.259 -1.453 19.213 -0.031 -0.015 -0.028
Si 34.12 1.389 19.389 0.018 0.014 0.006
Si 36.908 4.058 19.353 -0.009 0 0.002
Si 34.055 6.857 19.363 0.006 0.031 -0.019
Si 36.832 9.502 19.171 -0.019 -0.017 -0.041
Si 34.031 -4.163 19.21 -0.022 -0.016 -0.038
Si 36.832 -1.274 19.33 0.013 0.045 0.023
Si 39.569 1.446 19.229 -0.007 0.003 0.005
Si -22.925 4.088 18.985 0.016 -0.032 -0.026
Si 39.608 6.825 19.227 -0.029 0.01 0.002
Si -23.007 -6.701 19.071 0.038 0.002 0.016
Si 39.523 -3.907 18.993 0.014 0.015 -0.014
Si 42.374 -1.283 19.004 0.029 0.019 0.001
Si -20.245 1.48 18.916 -0.029 0.003 -0.006
Si -17.426 4.239 18.906 0.025 0.034 0.008
Si -20.313 -9.456 18.835 -0.018 0.011 -0.023
Si -17.57 -6.738 18.83 -0.006 -0.044 -0.018
Si -20.356 -3.957 18.934 0.004 -0.032 -0.025
Si -17.512 -1.266 18.795 0.019 0.005 -0.033
Si -14.83 1.493 18.849 0.006 -0.002 -0.013
Si -12.048 4.161 18.776 -0.002 0.019 -0.045
Si -14.902 -9.381 18.878 -0.018 -0.005 -0.009
Si -12.097 -6.654 18.93 0.056 0.01 -0.043
Si -14.802 -3.921 18.793 0.004 0.061 -0.048
Si -12.183 -1.345 18.788 -0.008 -0.034 -0.06
Si -9.455 1.543 18.795 0.046 -0.003 -0.033
Si -6.729 4.108 18.882 -0.019 -0.012 -0.047
Si -9.399 6.929 18.793 0.02 0.034 -0.07
Si -6.742 9.535 18.711 -0.007 -0.08 -0.061
Si -9.469 -4.082 18.89 -0.052 -0.048 -0.061
Si -6.601 -1.209 18.88 0.054 0.043 -0.029
Si -4.09 1.43 18.949 -0.035 0.001 -0.016
Si -1.314 4.093 18.855 0.021 -0.006 -0.013
Si -4.032 6.845 18.902 0.005 0.005 -0.016
Si -1.349 -6.811 19.132 0.024 -0.027 -0.016
Si -3.925 -3.903 18.921 0.054 0.051 -0.025
Si -1.317 -1.347 19.074 0.01 -0.022 -0.015
Si 0.015 0.085 20.431 -0.013 -0.004 0.068
Si 2.725 2.703 20.434 0.012 0.003 0.031
Si -0.028 5.44 20.263 0.024 0.033 0.003
Si 2.797 8.177 20.1 -0.025 -0.028 0.043
Si 0.071 -5.499 20.586 -0.02 -0.04 0.038
Si 2.644 -2.717 20.149 0.014 0.019 0.03
Si 5.299 -0.182 20.364 0.026 0.043 0.071
Si 8.057 2.659 20.372 0.016 -0.023 0.072
Si 5.411 5.415 20.255 0 0.016 0.041
Si 8.055 8.041 20.242 -0.001 0.017 0.027
Si 5.346 -5.505 19.945 -0.028 -0.018 0.034
Si 7.986 -2.821 20.487 0.014 0.007 0.057
Si 10.694 -0.138 20.415 0.017 -0.003 0.068
Si 13.574 2.451 20.719 0.014 -0.08 0.023
Si 10.797 5.246 20.422 0.028 0.005 0.053
Si 13.511 8.103 20.582 0.036 -0.023 0.108
Si 10.871 10.852 20.346 -0.028 -0.042 0.062
Si 13.361 -2.781 20.25 -0.027 0.023 0.046
Si 16.102 -0.322 20.452 0.017 0.021 0.083
Si 18.806 2.547 20.664 0.012 0.009 0.049
Si 16.19 5.339 20.563 0.015 -0.002 0.081
Si 18.83 8.002 20.603 0.024 0.051 0.035
Si 16.166 10.696 20.16 0.044 -0.022 0.035
Si 18.787 -2.841 20.442 0 0.039 0.013
Si 21.588 -0.106 20.246 -0.019 0.015 0.003
Si 24.341 2.615 20.53 -0.008 0.026 0.066
Si 21.564 5.239 20.644 -0.003 0.031 0.05
Si 24.356 8.081 20.404 -0.01 -0.005 0.041
Si 21.572 10.771 20.496 0.001 -0.036 0.037
Si 24.333 -2.769 20.656 -0.013 0 0.084
Si 27.203 -0.07 20.512 0.014 -0.015 0.075
Si 29.812 2.672 20.393 0.013 0.019 -0.013
Si 27.174 5.373 20.645 0.024 -0.027 0.003
Si 29.827 8.266 20.726 -0.035 0.005 0.06
Si 26.929 10.832 20.331 -0.01 0.037 0.035
Si 29.9 -2.807 20.671 0.03 -0.031 0.058
Si 32.654 -0.077 20.545 0.004 -0.001 -0.022
Si 35.563 2.733 20.822 0.021 -0.039 0.015
Si 32.67 5.542 20.794 -0.024 -0.001 0.047
Si 35.577 8.161 20.685 0.029 -0.039 0.019
Si 32.717 10.804 20.698 0.032 0.002 0.035
Si 35.407 -2.767 20.513 0.006 0.022 0.013
Si 38.276 0.109 20.729 -0.007 -0.035 0.065
Si 41.051 2.832 20.471 -0.01 0.016 0.037
Si 38.347 5.427 20.701 0.035 -0.022 0.025
Si 41.047 8.208 20.52 0.011 -0.029 0.049
Si 38.196 11.033 20.31 -0.04 0.006 0.045
Si 40.938 -2.578 20.32 0.015 -0.009 0.018
Si 43.755 0.109 20.34 -0.004 -0.019 0.038
Si -18.802 2.856 20.165 -0.005 0.012 0.038
Si -21.494 5.424 20.25 0.017 0 0.072
Si -19.034 -8.04 20.139 -0.01 0.035 0.043
Si -21.723 -5.217 20.409 -0.09 0.042 0.033
Si -18.887 -2.587 20.131 0.004 0.004 0.044
Si -16.209 0.111 20.165 -0.019 0.003 0.051
Si -13.412 2.876 20.157 -0.024 -0.05 0.03
Si -16.189 5.66 20.393 -0.012 -0.008 0.052
Si -13.573 -7.964 20.186 -0.004 0.075 0.046
Si -16.193 -5.278 20.044 0.01 0.008 0.046
Si -13.445 -2.678 20.281 -0.026 -0.045 0.072
Si -10.865 0.131 19.991 -0.037 0.046 -0.004
Si -8.213 2.923 20.279 -0.026 0.067 0.058
Si -10.742 5.573 20.117 0.022 -0.014 0.063
Si -8.026 8.238 20.174 -0.017 0.01 0.093
Si -10.777 -5.361 20.461 -0.008 -0.012 0.074
Si -8.008 -2.653 20.022 0.045 -0.05 -0.007
Si -5.388 0.153 20.459 -0.045 0.009 0.024
Si -2.689 2.804 20.229 -0.002 -0.044 0.067
Si -5.327 5.425 20.223 0.013 -0.023 0.075
Si -2.839 -8.166 20.469 -0.021 0.075 0.033
Si -5.413 -5.348 19.93 -0.02 0.013 -0.036
Si -2.628 -2.671 20.561 0.004 -0.056 0.05
Si 1.68 -1.124 21.578 -0.17 0.008 -0.73
Si 3.889 1.093 21.754 0.156 0.163 -0.752
Si 1.531 4.34 21.656 -0.128 -0.228 -0.752
Si 3.779 6.561 21.471 0.137 0.023 -0.771
Si 1.958 -6.61 21.639 -0.237 0.077 -0.509
Si 3.97 -4.242 21.301 -0.022 0.012 -0.472
Si 6.102 -1.985 21.708 0.225 0.051 -0.784
Si 9.55 1.439 21.715 -0.145 -0.07 -0.739
Si 6.969 4.331 21.621 -0.042 -0.11 -0.813
Si 9.205 6.49 21.585 0.026 0.037 -0.671
Si 6.828 -6.602 21.318 -0.115 -0.336 -0.713
Si 9.206 -4.488 21.667 0.221 0.476 -0.648
Si 12.189 -1.367 21.737 -0.209 -0.241 -0.747
Si 14.639 0.582 22.034 0.338 0.508 -0.7
Si 11.834 3.588 21.806 0.176 0.136 -0.784
Si 15.123 6.939 21.923 -0.282 -0.082 -0.758
Si 12.591 9.985 21.711 -0.024 -0.151 -0.802
Si 14.798 -4.216 21.337 -0.044 -0.009 -0.546
Si 17.003 -2.051 21.784 0.236 0.084 -0.699
Si 20.512 1.326 21.722 -0.272 -0.048 -0.664
Si 17.623 4.13 21.999 -0.101 -0.132 -0.699
Si 19.892 6.308 21.927 0.082 0.142 -0.767
Si 17.174 9.282 21.713 0.279 0.005 -0.682
Si 20.4 -3.911 21.693 -0.142 -0.279 -0.673
Si 22.57 -1.613 21.716 0.374 0.094 -0.672
Si 25.93 1.428 21.767 -0.074 -0.172 -0.712
Si 22.71 3.601 21.928 0.197 0.203 -0.728
Si 25.98 7.084 21.741 -0.053 -0.126 -0.722
Si 23.145 9.559 21.73 -0.231 -0.13 -0.714
Si 25.348 -4.554 21.801 0.14 0.318 -0.826
Si 28.904 -1.027 21.855 -0.19 -0.221 -0.848
Si 31.056 1.206 21.654 0.147 0.009 -0.627
Si 28.231 3.579 21.857 0.078 0.304 -0.673
Si 31.168 6.917 22.12 0.063 -0.061 -0.784
Si 28.034 9.47 21.817 0.286 0.031 -0.647
Si 31.437 -4.043 22.037 -0.217 -0.227 -0.679
Si 33.66 -1.825 21.753 0.049 0.166 -0.757
Si 37.022 1.412 22.28 -0.117 0.042 -0.831
Si 34.443 4.467 22.006 -0.087 -0.082 -0.802
Si 36.804 6.597 22.04 0.083 0.151 -0.693
Si 34.485 9.795 21.961 -0.285 -0.229 -0.774
Si 36.683 -4.254 21.805 0.114 0.184 -0.691
Si 40.081 -0.973 21.802 -0.288 -0.053 -0.757
Si 42.292 1.305 21.721 0.162 0.097 -0.719
Si 40.154 4.441 21.948 -0.311 -0.172 -0.773
Si 42.426 6.615 21.677 -0.027 0.287 -0.642
Si 39.73 9.858 21.562 0.025 -0.255 -0.703
Si 41.865 -4.168 21.753 0.392 0.163 -0.709
Si 45.387 -1.047 21.543 -0.156 -0.043 -0.669
Si -17.748 1.268 21.49 0.165 0.021 -0.692
Si -19.808 4.414 21.576 -0.148 -0.007 -0.709
Si -17.891 -9.419 21.591 0.266 0.005 -0.673
Si -20.122 -6.45 21.504 -0.202 -0.173 -0.726
Si -17.807 -4.225 21.352 0.135 0.225 -0.721
Si -14.644 -1.046 21.421 -0.205 -0.292 -0.62
Si -12.357 1.213 21.429 0.237 0.284 -0.588
Si -14.432 4.502 21.486 -0.277 -0.057 -0.774
Si -12.312 6.785 21.301 0.04 0.1 -0.725
Si -14.675 -6.299 21.45 -0.007 -0.179 -0.772
Si -12.37 -4.169 21.82 0.332 0.172 -0.677
Si -9.302 -1.119 21.09 -0.212 -0.13 -0.7
Si -7.23 1.274 21.57 0.588 0.354 -0.548
Si -9.235 4.603 21.653 -0.116 -0.269 -0.687
Si -6.853 6.661 21.436 0.036 0.093 -0.685
Si -9.033 9.806 21.611 -0.443 -0.271 -0.625
Si -6.85 -4.192 21.311 0.168 0.301 -0.563
Si -3.744 -0.965 21.791 -0.172 -0.107 -0.783
Si -1.581 1.353 21.684 0.226 0.041 -0.736
Si -3.758 4.348 21.638 -0.059 -0.003 -0.693
Si -1.53 6.572 21.667 -0.035 0.103 -0.628
Si -4.183 -6.447 21.532 -0.147 -0.513 -0.576
Si -1.658 -4.478 21.928 0.457 0.496 -0.607
Si 1.955 -1.425 -5.198 -0.085 0.058 0.017
Si 5.667 2.603 23.931 -0.031 -0.08 -0.23
Si 5.282 4.822 25.816 0.039 0.032 -0.039
Si 4.585 7.349 24.383 -0.034 -0.023 0.041
Si -5.992 7.398 24.287 -0.022 0.095 -0.115
Si 6.937 -1.743 24.611 0.013 0.091 -0.097
Si 11.642 -2.352 24.709 0.023 0.043 -0.185
Si 14.077 6.617 24.791 0.108 -0.051 -0.058
Si 12.142 -7.246 24.57 -0.082 0.072 -0.012
Si 8.436 5.377 25.792 -0.003 -0.078 0.012
Si 9.119 -3.859 24.678 0.017 -0.106 -0.098
Si 13.641 5.606 -4.997 -0.007 0.069 0.179
Si 12.92 3.936 24.714 -0.031 -0.157 -0.023
Si 16.091 3.518 24.736 -0.099 0.004 -0.165
Si 9.481 7.9 24.226 0.093 -0.017 -0.12
Si 15.71 7.095 -6.761 0.127 0.091 0.032
Si 16.113 2.336 -6.808 -0.184 0.08 0.058
Si 18.307 -3.155 -7.011 -0.031 0.142 0.039
Si 16.226 -0.854 24.326 -0.148 0.059 -0.266
Si 20.349 5.793 -4.603 -0.004 -0.181 -0.046
Si 22.238 6.833 -6.303 0.041 -0.094 0.124
Si 26.896 -6.014 -4.57 -0.015 0.093 -0.088
Si 20.46 -6.939 -6.684 0.02 -0.045 0.065
Si 28.391 -0.016 -4.241 0.033 0.125 0.107
Si 21.342 -0.28 23.977 0.071 -0.012 -0.176
Si 25.547 0.037 24.489 0.062 0.008 -0.106
Si 24.012 3.976 24.82 -0.075 -0.164 -0.096
Si 27.777 -5.169 -7.21 -0.008 -0.017 -0.032
Si 22.693 -3.154 -3.636 0.042 0.136 0.044
Si 27.316 -4.878 24.068 -0.024 -0.091 -0.267
Si -30.536 1.468 -6.597 0.128 0.172 0.026
Si 32.438 3.234 -6.777 0.16 -0.204 0.011
Si 26.054 5.9 24.344 -0.015 -0.089 0.047
Si -31.73 -6.284 -2.847 -0.028 0.059 0.052
Si 30.968 -5.304 24.965 -0.013 0.026 -0.195
Si -31.81 -7.383 -6.469 0.066 -0.073 -0.012
Si -32.425 5.151 -4.554 0.205 0.109 -0.076
Si -26.222 2.793 24.334 -0.013 -0.022 -0.167
Si -31.134 0.33 -3.784 0.182 -0.039 -0.006
Si -27.211 5.416 -6.218 0.022 0.076 0.092
Si -26.407 -0.481 -4.315 0.025 0.021 -0.019
Si -27.308 -3.634 24.656 0.01 -0.053 -0.031
Si -22.506 4.681 -6.858 -0.047 0.048 0.063
Si -18.432 5.284 -4.732 -0.035 0.075 0.186
Si -15.707 -4.568 -4.286 0.062 -0.003 -0.033
Si -28.035 -4.882 -7.045 0.096 0.151 -0.093
Si -23.972 -8.037 25.482 -0.062 -0.018 0.088
Si -24.571 -2.812 24.107 0.18 -0.023 -0.215
Si -16.602 1.884 24.297 -0.023 -0.074 -0.125
Si -19.27 2.398 -5.168 -0.115 -0.08 0.096
Si -19.547 -7.645 -7.297 -0.015 0.114 0.042
Si -22.549 -3.286 -3.715 -0.139 -0.091 0.072
Si -23.735 -5.215 -5.477 0.058 0.031 -0.063
Si -16.393 -1.405 -7.124 0.011 0.069 -0.003
Si -11.933 0.634 24.323 -0.115 0.068 -0.219
Si -11.325 -3.5 24.809 -0.07 -0.04 -0.198
Si -12.519 5.26 25.746 0.042 -0.01 -0.04
Si -17.93 -6.282 -5.051 -0.033 -0.042 -0.047
Si -14.772 -0.603 24.291 -0.056 -0.102 -0.035
Si -11.34 7.38 24.11 0.09 -0.143 0.02
Si -8.881 2.155 -6.198 0.044 0.021 0.082
Si 0.618 -7.717 -6.646 0.076 0.024 -0.05
Si -3.08 8.137 25.382 0.098 -0.003 -0.058
Si 0.436 8.133 23.71 0.032 -0.168 -0.117
Si -4.908 -1.084 24.611 0.023 -0.145 -0.038
Si -9.338 -0.773 -5.526 -0.039 -0.052 0.108
Si 0.64 -3.215 -7.242 0.043 0.005 0.038
Si 0.051 0.605 25.583 0.076 0.022 -0.014
Si 0.848 6.135 -4.844 -0.084 0.009 -0.115
Si 5.575 -4.934 -6.561 -0.064 0.008 0.069
Si -5.814 -5.157 23.75 0.047 -0.101 -0.277
Si 1.656 -1.924 24.425 -0.045 -0.021 0.02
Si -3.859 3.088 -4.98 0.051 -0.004 0.132
Si -0.207 3.148 23.989 -0.076 -0.011 -0.133
Si -3.658 -5.49 -5.391 -0.091 -0.08 0.045
Si 7.355 -6.184 -4.734 0.116 -0.125 -0.046
Si -1.199 -5.732 24.616 -0.176 0.131 -0.008
Si 6.752 -7.217 24.165 0.048 -0.048 -0.061
Si 8.304 0.913 24.541 0.015 0.11 -0.121
Si 8.827 7.404 -4.596 -0.048 -0.079 0.059
Si 5.569 3.904 -4.346 -0.007 -0.078 0.079
Si 8.09 -3.736 -6.032 -0.021 -0.039 0.015
Si 9.729 -1.467 -4.512 0.072 -0.081 0.014
Si 13.333 2.606 -5.315 0.172 -0.043 0.006
Si 7.485 -0.196 -2.687 0.111 -0.091 -0.02
Si 18.425 4.675 -2.723 0.154 0.067 0.112
Si 10.187 2.939 25.976 0.039 0.074 -0.041
Si 14.115 -1.115 -4.622 0.061 0.044 0.014
Si 12.181 -3.244 -4.297 0.027 -0.078 0.008
Si 14.611 1.345 -2.882 -0.102 0.065 0.073
Si 19.025 -5.695 23.636 -0.061 0.051 -0.041
Si 24.579 2.092 -1.974 -0.045 0.095 0.174
Si 18.753 7.578 -2.212 0.14 0.007 -0.059
Si 25.565 -3.945 -2.864 0.088 0.079 0.152
Si 18.285 -4.238 -4.034 0.023 -0.029 0.095
Si 21.094 -7.894 23.664 0.072 -0.135 -0.029
Si 25.814 -1.541 -4.627 -0.212 -0.02 -0.007
Si 27.286 7.706 -1.709 -0.076 0.041 0.091
Si 29.11 5.298 24.005 0.053 -0.067 -0.028
Si 26.496 -7.755 -6.751 0.016 0.076 0.023
Si 23.264 -1.504 -5.989 0.025 0.014 -0.186
Si 29.575 -7.211 -4.543 -0.124 -0.053 0.072
Si 27.565 -1.975 24.583 -0.108 -0.032 -0.026
Si -26.718 -7.962 23.961 0.009 -0.125 -0.127
Si 29.04 4.308 -4.411 -0.164 -0.009 0.026
Si -30.428 -5.15 -5.197 -0.06 0.046 0.036
Si 29.943 1.928 -5.999 0.015 -0.017 -0.172
Si 31.849 -2.531 -6.089 -0.081 0.033 -0.021
Si -28.319 -0.321 -6.621 -0.071 0.091 0
Si -24.104 1.38 25.872 0.085 -0.091 -0.035
Si -32.392 -7.709 24.259 -0.062 0.005 -0.078
Si 30.487 -1.964 -3.517 0.011 0.02 -0.127
Si -28.95 6.182 -2.515 -0.032 0.024 -0.018
Si -30.405 -0.092 23.864 0.127 0.142 0.022
Si -27.021 3.907 -3.545 0.096 0.028 0.173
Si -20.992 2.517 23.841 -0.008 -0.044 -0.164
Si -29.868 6.774 -5.301 -0.036 0.044 0.08
Si -26.455 -5.761 -4.789 0.041 -0.061 0.105
Si -25.384 -2.522 -2.57 0.04 0.056 0.125
Si -20.01 -2.148 24.404 0.034 -0.086 -0.053
Si -19.101 0.497 25.318 -0.093 0.04 -0.028
Si -13.775 6.934 -4.698 0.024 0.064 -0.143
Si -16.36 6.864 25.162 0.044 -0.026 -0.104
Si -21.286 -8.152 23.855 0.1 -0.102 -0.132
Si -21.059 6.771 -5.251 0.079 -0.14 0.029
Si -17.858 -0.195 -4.55 -0.035 -0.024 -0.051
Si -14.205 -2.397 -5.382 0.039 -0.022 0.07
Si -6.453 7.411 -5.129 0.018 -0.118 0.063
Si -14.368 7.985 -2.172 -0.037 -0.003 0.03
Si -17.846 -4.255 24.229 -0.014 -0.047 -0.113
Si -16.199 0.313 -2.094 -0.04 0.116 0.172
Si -12.241 -0.571 -6.09 0.05 0.079 -0.008
Si -8.328 -1.61 -2.843 -0.141 0.067 0.096
Si -9.799 4.947 24.611 0.02 0.017 -0.092
Si -6.822 4.688 25.645 -0.089 0.102 -0.038
Si -5.338 -3.696 -6.789 -0.105 -0.042 -0.078
Si -9.591 -1.4 23.982 0.018 -0.014 -0.07
Si -6.701 -1.157 -6.577 -0.086 0.043 -0.021
Si -2.9 0.784 25.643 -0.124 0.068 -0.004
Si 3.888 6.26 -4.552 0.053 0.077 0.086
Si -3.49 6.23 -4.97 -0.087 0.097 -0.144
Si -1.038 -6.349 -4.402 0.083 -0.191 -0.094
Si -6.402 -5.914 -5.161 0.079 0.071 0.07
Si 0.095 3.766 -3.202 0.178 0.03 0.03
Si -2.57 2.853 -2.26 -0.014 0.03 0.121
Si 5.1 1.207 -3.177 -0.095 0.065 0.087
Si 0.828 1.574 -5.067 0.066 -0.131 0.047
Si 0.299 -4.855 -2.31 -0.058 0.066 0.049
Si 2.717 -5.652 -7.106 0.039 0.047 0.031
Si 4.197 -1.607 25.925 -0.153 0.014 0.017
Si 11.691 0.316 -6.13 -0.028 -0.018 0.051
Si 8.666 2.585 -2.01 0.083 0.035 0.081
Si 3.724 -8.017 -2.332 -0.061 -0.077 0.13
Si 5.937 -5.942 -2.119 -0.002 -0.027 0.102
Si 2.484 -2.602 -2.375 0.063 0.051 0.041
Si 3.665 2.045 -5.61 0.09 -0.033 0.106
Si 15.428 -1.86 -7.165 -0.023 0.061 -0.065
Si 17.355 2.327 -4.004 0.067 -0.017 0.023
Si 8.589 4.472 -4.494 0.012 0.043 0.014
Si 11.868 7.702 -4.016 0.017 -0.12 0.169
Si 12.981 -6.008 -3.016 -0.038 0.111 0.172
Si 12.769 -3.378 -7.348 0.061 0.109 0.053
Si 20.669 -0.992 -7.253 0.067 -0.077 0.012
Si 21.721 0.902 -5.244 -0.12 -0.044 -0.105
Si 13.339 6.001 -2.127 -0.02 -0.087 0.156
Si 22.323 7.944 -3.734 0.085 0.094 -0.151
Si 15.78 -4.989 -2.233 0.059 0.008 0.156
Si 19.249 -2.104 -2.044 0.036 -0.037 0.206
Si 23.151 1.139 25.877 0.06 0.035 -0.053
Si 26.785 2.397 -4.093 0.028 -0.012 0.014
Si 19.966 0.919 -2.771 -0.147 -0.073 0.104
Si 18.341 7.861 -5.247 0.034 -0.112 0.109
Si 20.92 -5.603 -4.108 0.048 -0.078 -0.025
Si 23.716 -0.708 -2.438 -0.058 -0.09 0.043
Si 31.173 -4.704 -4.203 -0.036 -0.032 0.109
Si 27.353 1.687 -7.104 -0.019 0.074 0.007
Si -32.309 2.453 23.716 0.002 -0.037 -0.118
Si 28.757 6.773 -6.377 -0.066 -0.012 0.076
Si 24.431 -7.934 -1.644 0.174 0.081 0.054
Si 31.994 7.945 -4.069 0.054 0.103 0.018
Si -22.675 -1.195 25.85 0.047 0.053 -0.091
Si 32.292 -0.273 -1.774 -0.012 0.084 0.244
Si -31.768 4.896 -1.798 -0.115 0.218 0.092
Si -30.684 -2.021 -5.322 -0.025 0.075 -0.012
Si 29.191 5.73 -1.96 -0.062 0.089 0.237
Si -24.752 3.026 -1.697 -0.033 -0.154 -0.145
Si -24.018 1.202 -5.027 0.092 0.035 -0.081
Si -16.698 5.756 -2.087 0.044 -0.054 0.025
Si -25.33 7.897 -5.646 -0.052 0.107 0.008
Si -22.958 -7.627 -4.058 -0.062 0.078 -0.051
Si -27.076 -5.109 -1.96 -0.081 0.018 0.089
Si -21.916 3.195 -4.283 0.043 0.033 0.115
Si -28.393 1.216 -2.6 0.066 0.024 0.189
Si -16.582 7.376 -5.497 -0.034 0.125 0.069
Si -22.389 4.97 -1.837 0.014 0.155 -0.019
Si -22.234 -5.699 -1.904 0.02 0.022 0.107
Si -19.938 -1.926 -3.176 0.024 -0.036 0.263
Si -12.79 -4.991 -4.906 -0.165 0.114 0.03
Si -11.06 -5.123 -2.271 -0.115 -0.065 0.032
Si -13.847 2.215 -1.933 0.006 -0.07 0.032
Si -15.071 4.329 24.366 0.097 0.104 -0.046
Si -12.543 4.235 -3.911 0.087 -0.097 0.014
Si -16.835 -7.134 23.612 -0.163 0.079 -0.2
Si -18.207 -4.479 -2.824 0.019 -0.04 0.07
Si -7.325 0.639 24.393 -0.307 0.036 -0.063
Si -10.374 5.238 -2.223 -0.035 0.103 0.027
Si -11.812 2.609 -6.326 0.077 -0.149 0.012
Si -8.225 -6.823 24.544 -0.097 0.049 -0.221
Si -8.026 -4.468 -3.018 0.118 -0.056 0.05
Si -10.887 -6.49 25.819 0.033 0.052 0.101
Si -6.413 1.489 -4.805 -0.117 -0.074 0.163
Si -4.446 3.341 24.496 0.036 -0.061 -0.109
Si -8.235 7.385 -2.442 -0.061 0.052 0.061
Si -2.21 5.218 25.481 0.068 -0.052 -0.087
Si -1.271 7.346 -3.086 0.016 -0.002 -0.014
Si -5.761 -0.04 -2.111 0.12 -0.022 -0.072
Si 1.444 -1.37 5.142 -0.009 0 -0.013
Si 4.162 1.357 5.218 0.015 0.007 -0.011
Si 1.433 4.091 5.216 -0.003 0.003 -0.006
Si 4.097 6.804 5.242 0.001 0.005 -0.011
Si 1.469 9.501 5.162 0.021 0.002 -0.021
Si 4.11 12.244 5.228 -0.027 0.005 -0.016
Si 6.824 -1.375 5.333 -0.005 0.004 -0.025
Si 9.562 1.368 5.458 0.006 0.014 -0.007
Si 6.846 4.013 5.317 0.008 0.016 0.003
Si 9.602 6.767 5.467 0.001 0.005 0.023
Si 6.838 9.541 5.361 0.018 0.009 0.006
Si 9.555 12.279 5.435 0.011 0.006 0.008
Si 12.283 -1.31 5.509 -0.006 0.009 0.018
Si 15.043 1.38 5.549 0.003 -0.008 0.027
Si 12.319 4.155 5.489 -0.01 0.015 -0.02
Si 15.047 6.846 5.437 0.008 0 -0.032
Si 12.303 9.552 5.525 -0.002 0.012 0.011
Si 15.039 12.241 5.512 -0.004 -0.019 -0.016
Si 17.742 -1.354 5.524 -0.006 0.021 -0.013
Si 20.428 1.385 5.527 0.004 0.005 -0.018
Si 17.716 4.12 5.483 -0.034 -0.016 -0.012
Si 20.4 6.83 5.495 0.005 0.002 -0.023
Si 17.694 9.559 5.44 -0.015 0.009 -0.009
Si 20.38 12.226 5.492 -0.006 -0.003 -0.016
Si 23.074 -1.318 5.636 0.004 0.033 -0.011
Si 25.804 1.345 5.72 -0.019 -0.032 0.012
Si 23.122 4.134 5.577 -0.004 0.014 -0.022
Si 25.828 6.778 5.575 0.037 0.034 -0.031
Si 23.039 9.508 5.576 -0.011 0.031 -0.017
Si 25.784 12.255 5.776 0.005 0.021 0.02
Si 28.541 -1.378 5.759 -0.006 0.011 -0.007
Si 31.25 1.371 5.805 -0.021 0.038 0.012
Si 28.512 4.084 5.727 -0.02 -0.002 -0.02
Si 31.249 6.81 5.7 -0.015 -0.021 -0.015
Si 28.508 9.492 5.701 0.006 -0.009 -0.013
Si 31.218 12.197 5.723 0.021 -0.006 -0.003
Si 33.995 -1.411 5.794 0.032 -0.028 0.018
Si 36.682 1.342 5.669 0.01 -0.024 -0.013
Si 33.931 4.121 5.713 -0.006 -0.01 0.014
Si -28.664 6.846 5.605 -0.045 -0.015 -0.014
Si 33.912 9.513 5.638 0.006 0.001 -0.008
Si -28.654 -4.106 5.683 -0.004 -0.006 0.003
Si -25.873 -1.404 5.615 0.006 -0.01 -0.007
Si -23.175 1.359 5.534 -0.005 0.003 -0.012
Si -25.909 4.074 5.583 0.009 -0.019 -0.009
Si -23.212 6.763 5.573 0.009 -0.028 0.003
Si -25.963 -6.786 5.581 -0.008 -0.008 -0.025
Si -23.217 -4.079 5.528 -0.007 0.014 -0.002
Si -20.46 -1.342 5.48 0.004 -0.029 -0.01
Si -17.74 1.354 5.378 0.016 -0.017 -0.013
Si -20.489 4.067 5.489 0.012 -0.003 0
Si -17.741 6.801 5.437 -0.005 0.003 0.007
Si -20.458 -6.786 5.479 0.004 0.005 -0.008
Si -17.707 -4.063 5.401 0.004 0.003 -0.005
Si -15.01 -1.372 5.317 0.007 0.01 -0.009
Si -12.262 1.365 5.318 0.009 0.006 -0.007
Si -14.971 4.084 5.342 0.013 -0.013 -0.007
Si -12.252 6.791 5.255 0.002 0.01 -0.019
Si -14.939 -6.805 5.329 -0.005 -0.008 -0.006
Si -12.223 -4.121 5.234 0.001 -0.011 -0.01
Si -9.468 -1.419 5.232 0.025 -0.005 -0.01
Si -6.756 1.276 5.254 0.006 -0.007 0.011
Si -9.533 4.064 5.284 0 -0.002 -0.003
Si -6.773 6.824 5.311 0.009 -0.003 0.017
Si -9.535 -6.817 5.255 -0.003 0.019 -0.011
Si -6.758 -4.129 5.217 0.003 -0.002 -0.015
Si -4.028 -1.381 5.249 0.013 0.016 0.004
Si -1.263 1.368 5.215 -0.003 -0.003 -0.005
Si -3.961 4.05 5.272 0.002 -0.029 0.007
Si -1.257 6.815 5.176 -0.012 -0.022 -0.019
Si -4.024 -6.777 5.18 -0.012 -0.005 -0.009
Si -1.265 -4.079 5.177 -0.002 0.005 0.002
Si 2.78 -0.019 6.556 0.014 -0.01 0
Si 5.475 2.68 6.667 0.002 -0.003 -0.003
Si 2.75 5.452 6.616 -0.01 0.016 0.012
Si 5.46 8.141 6.651 0.005 -0.004 -0.007
Si 2.767 10.866 6.585 0.005 0.002 0.007
Si 5.448 -2.74 6.652 0.003 -0.001 0
Si 8.18 -0.032 6.738 0.021 -0.02 -0.012
Si 10.922 2.755 6.791 -0.031 0.007 -0.017
Si 8.178 5.389 6.724 0.021 0.01 -0.012
Si 10.936 8.146 6.825 0.019 -0.017 -0.004
Si 8.182 10.889 6.747 -0.013 0 -0.004
Si 10.903 -2.697 6.816 -0.017 0.015 -0.007
Si 13.65 0.017 6.872 0.017 -0.009 -0.012
Si 16.381 2.754 6.878 -0.003 -0.014 -0.003
Si 13.678 5.497 6.831 -0.014 0.001 -0.009
Si 16.376 8.178 6.83 0.015 -0.002 0.004
Si 13.659 10.898 6.87 -0.001 -0.005 0.005
Si 16.37 -2.712 6.877 0.002 -0.02 -0.003
Si 19.085 0.002 6.893 0.02 -0.032 -0.007
Si 21.765 2.738 6.916 -0.001 0.008 0.002
Si 19.06 5.457 6.865 -0.005 0.011 0.009
Si 21.718 8.144 6.937 0.013 -0.003 0.014
Si 19.028 10.881 6.865 0.004 0.005 0.004
Si 21.715 -2.743 6.919 0.011 0.006 -0.018
Si 24.433 -0.008 7.045 -0.004 0.007 0.001
Si 27.165 2.706 7.071 0.009 0.003 -0.007
Si 24.477 5.445 6.973 -0.015 -0.013 -0.004
Si 27.149 8.114 7.015 0.013 -0.014 0.004
Si 24.396 10.834 7.004 0.029 0.004 -0.003
Si 27.167 -2.721 7.107 -0.017 -0.022 -0.004
Si 29.89 -0.015 7.118 0.021 -0.01 -0.011
Si 32.597 2.767 7.104 -0.039 0.017 0.001
Si 29.885 5.448 7.059 -0.006 0.005 0
Si 32.599 8.165 7.052 0.008 -0.013 -0.007
Si 29.863 10.846 7.076 -0.006 0.007 -0.018
Si 32.593 -2.774 7.09 0.029 -0.004 -0.006
Si 35.345 0.003 7.075 -0.031 0.004 -0.009
Si -27.236 2.722 6.985 -0.004 0.011 0
Si -29.956 5.469 7.022 0.016 -0.018 -0.005
Si -27.295 -8.135 6.968 0.005 0.01 -0.006
Si -30.014 -5.459 7.026 -0.001 0.009 -0.001
Si -27.25 -2.737 6.987 0.004 -0.001 -0.016
Si -24.522 0.007 6.921 -0.006 -0.002 -0.005
Si -21.818 2.724 6.878 0.003 0.002 0.001
Si -24.559 5.43 6.946 0.01 0.012 0.008
Si -21.815 -8.152 6.85 -0.006 -0.003 -0.017
Si -24.567 -5.428 6.91 -0.007 0.033 -0.012
Si -21.819 -2.706 6.843 -0.015 0.013 -0.002
Si -19.071 0.02 6.795 -0.009 0.017 -0.008
Si -16.343 2.725 6.703 -0.004 0.006 -0.009
Si -19.086 5.438 6.8 0.007 -0.011 -0.003
Si -16.327 -8.133 6.713 -0.003 0 -0.009
Si -19.067 -5.412 6.783 0.003 -0.005 -0.009
Si -16.333 -2.703 6.733 -0.003 -0.018 -0.001
Si -13.623 -0.003 6.659 -0.006 0.014 0.006
Si -10.879 2.721 6.658 -0.021 0.002 0.005
Si -13.596 5.458 6.665 -0.012 -0.013 -0.004
Si -10.879 -8.173 6.624 -0.011 0.008 0
Si -13.564 -5.44 6.659 -0.003 -0.009 0.006
Si -10.855 -2.748 6.594 -0.002 0.013 0
Si -8.118 -0.059 6.617 0.002 -0.007 0
Si -5.374 2.68 6.583 0.014 -0.003 -0.008
Si -8.14 5.432 6.625 0.01 0.006 -0.004
Si -5.372 -8.119 6.596 -0.027 -0.004 -0.005
Si -8.134 -5.457 6.591 0.004 -0.014 0.004
Si -5.397 -2.751 6.583 -0.005 0.004 -0.004
Si -2.655 0.012 6.571 -0.021 0.005 -0.006
Si 0.078 2.728 6.585 0.015 -0.005 0.005
Si -2.611 5.457 6.582 -0.008 -0.009 -0.016
Si 0.086 8.168 6.554 0.003 -0.004 0.005
Si -2.647 -5.43 6.546 -0.001 0.007 -0.003
Si 0.073 -2.706 6.545 -0.018 0.001 -0.002
Si 1.425 1.348 7.937 -0.003 0.015 -0.003
Si 4.105 4.076 7.987 0.024 0.022 -0.007
Si 1.396 6.809 7.971 0.008 -0.014 0.01
Si 4.103 9.518 7.993 0.003 0.006 -0.002
Si 1.393 -4.087 7.934 -0.014 -0.008 0.004
Si 4.088 -1.37 7.985 -0.004 -0.012 0.004
Si 6.809 1.335 8.065 -0.021 0.004 0.006
Si 9.53 4.072 8.13 -0.006 -0.001 0.008
Si 6.807 6.779 8.039 -0.014 -0.007 -0.007
Si 9.528 9.512 8.119 -0.006 -0.001 -0.013
Si 6.797 -4.077 8.063 0.018 0.002 0.005
Si 9.518 -1.36 8.142 -0.005 -0.008 0.016
Si 12.253 1.38 8.172 0.01 -0.016 -0.007
Si 14.986 4.096 8.204 0.013 0.009 0
Si 12.283 6.801 8.192 -0.01 0.022 0.013
Si 14.996 9.505 8.206 -0.026 0.009 -0.004
Si 12.255 -4.071 8.18 0.015 0.011 -0.008
Si 14.983 -1.372 8.222 -0.02 -0.008 -0.006
Si 17.703 1.355 8.237 -0.007 0.025 -0.005
Si 20.388 4.083 8.26 0.009 0 -0.007
Si 17.693 6.802 8.222 -0.012 0.01 0.003
Si 20.359 9.514 8.268 -0.015 -0.014 0.008
Si 17.691 -4.09 8.249 0.005 0.015 0.005
Si 20.385 -1.376 8.289 -0.007 0.013 0.007
Si 23.077 1.38 8.347 0.012 -0.019 0.005
Si 25.798 4.082 8.385 0.003 0.006 0.006
Si 23.091 6.794 8.312 0.019 0.025 -0.001
Si 25.783 9.484 8.359 -0.018 -0.005 -0.011
Si 23.057 -4.092 8.328 -0.009 -0.019 -0.008
Si 25.792 -1.36 8.422 0.012 0.011 0.002
Si 28.521 1.354 8.444 -0.006 -0.002 0.005
Si 31.225 4.099 8.448 0.008 -0.032 0.003
Si 28.516 6.791 8.408 -0.009 0.006 0
Si 31.239 9.504 8.428 -0.002 0.008 0.011
Si 28.522 -4.103 8.437 0.007 0.021 -0.004
Si 31.257 -1.384 8.446 -0.016 0.005 -0.004
Si 33.973 1.374 8.414 0.037 0.019 -0.015
Si -28.59 4.091 8.352 0.008 0.007 -0.003
Si 33.962 6.804 8.401 -0.009 0.013 0.008
Si -28.625 -6.796 8.366 -0.006 -0.005 0.006
Si 33.952 -4.114 8.436 -0.029 -0.02 0.011
Si -28.578 -1.376 8.387 0.013 0.015 0.002
Si -25.869 1.356 8.311 0.001 -0.004 0.002
Si -23.163 4.081 8.258 -0.012 -0.022 0.005
Si -25.91 6.814 8.294 -0.017 -0.032 -0.011
Si -23.173 -6.794 8.225 -0.002 -0.02 -0.009
Si -25.884 -4.083 8.323 0.007 -0.01 0.017
Si -23.146 -1.349 8.245 0.011 0 -0.003
Si -20.416 1.373 8.183 0.014 0.01 0.006
Si -17.681 4.083 8.102 -0.007 -0.001 0.005
Si -20.425 6.814 8.174 0.012 0.006 -0.008
Si -17.672 -6.772 8.097 0.012 0.017 -0.007
Si -20.429 -4.066 8.162 0.001 -0.009 -0.001
Si -17.685 -1.347 8.11 0.01 -0.003 0.002
Si -14.957 1.369 8.04 -0.007 -0.012 -0.005
Si -12.218 4.102 8.012 0.02 0.01 0.009
Si -14.95 6.82 8.039 0 -0.01 0.004
Si -12.205 -6.799 8.007 0.004 -0.015 0.013
Si -14.924 -4.068 8.032 0.003 0.014 -0.005
Si -12.205 -1.361 7.97 -0.007 -0.013 -0.017
Si -9.474 1.347 7.962 0.008 -0.002 -0.015
Si -6.737 4.066 7.941 -0.015 -0.008 -0.009
Si -9.485 6.811 7.979 0.002 -0.01 0.005
Si -6.746 -6.78 7.958 0.017 0.013 0.014
Si -9.477 -4.082 7.961 0 0.002 0.005
Si -6.737 -1.39 7.966 -0.004 0.007 0.018
Si -4.012 1.35 7.958 -0.005 0.001 0.012
Si -1.282 4.085 7.953 0.006 0.006 0.011
Si -4.007 6.812 7.929 -0.006 0.003 -0.006
Si -1.3 -6.801 7.916 -0.013 -0.017 -0.002
Si -4.007 -4.083 7.933 -0.001 0.001 0.004
Si -1.293 -1.354 7.924 0.018 0.015 -0.002
Si 0.048 0.005 9.306 0.003 -0.007 -0.001
Si 2.746 2.708 9.34 0.008 -0.014 0.004
Si 0.048 5.443 9.335 -0.009 0.008 0.017
Si 2.743 8.16 9.352 0.001 0.007 0.011
Si 0.034 -5.439 9.305 -0.007 0.017 0.01
Si 2.729 -2.737 9.334 0.003 0.01 0.004
Si 5.431 -0.029 9.388 0.007 -0.014 0.007
Si 8.16 2.69 9.447 0.02 0.003 -0.002
Si 5.446 5.419 9.389 0.011 0.009 0.003
Si 8.154 8.128 9.437 0 -0.003 0.001
Si 5.441 -5.46 9.395 -0.001 -0.011 0.003
Si 8.145 -2.738 9.456 -0.003 0.004 0.007
Si 10.878 -0.001 9.499 -0.013 -0.001 -0.011
Si 13.608 2.721 9.54 -0.013 0.007 -0.005
Si 10.889 5.421 9.499 0.008 -0.001 -0.003
Si 13.625 8.149 9.556 0.019 -0.006 0.009
Si 10.88 -5.459 9.497 0.005 -0.004 -0.002
Si 13.604 -2.733 9.56 0.001 0.011 0.009
Si 16.328 -0.012 9.584 -0.003 -0.011 -0.005
Si 19.037 2.704 9.617 0.006 -0.017 -0.001
Si 16.33 5.434 9.577 -0.001 0.006 0.004
Si 19.021 8.138 9.624 0.006 0.011 0.011
Si 16.324 -5.462 9.589 0.009 -0.013 0.002
Si 19.023 -2.741 9.637 0.003 -0.009 0.009
Si 21.728 -0.021 9.672 0.006 -0.004 -0.001
Si 24.441 2.711 9.729 -0.008 0.002 0.007
Si 21.737 5.414 9.656 0.01 -0.01 0.003
Si 24.436 8.124 9.717 0.011 0.001 0.003
Si 21.709 -5.47 9.668 0.001 0.018 -0.007
Si 24.424 -2.758 9.72 0.012 0.001 -0.006
Si 27.159 -0.013 9.786 -0.019 0.002 -0.006
Si 29.886 2.714 9.797 -0.001 0.011 0.004
Si 27.166 5.42 9.761 0.014 -0.002 -0.003
Si 29.881 8.138 9.776 -0.012 -0.007 0.001
Si 27.145 -5.483 9.743 0.01 -0.004 -0.007
Si 29.886 -2.74 9.794 0.012 -0.019 -0.006
Si 32.622 0.001 9.775 -0.005 0.002 -0.011
Si -29.94 2.741 9.741 -0.017 -0.01 0.003
Si 32.611 5.449 9.778 -0.018 -0.003 0.006
Si -29.96 -8.154 9.748 0.011 -0.005 0.006
Si 32.596 -5.462 9.796 0.02 0.011 0.001
Si -29.951 -2.725 9.75 -0.007 -0.008 -0.013
Si -27.218 0.012 9.701 -0.002 0 -0.002
Si -24.507 2.735 9.639 0.008 0.005 0.011
Si -27.234 5.463 9.692 0.012 0.005 0.008
Si -24.525 -8.137 9.614 -0.003 0.012 -0.006
Si -27.246 -5.429 9.695 -0.002 0.011 0.004
Si -24.505 -2.696 9.627 -0.01 0.01 -0.008
Si -21.771 0.028 9.561 -0.003 -0.005 0.001
Si -19.036 2.751 9.492 0.004 -0.015 0.001
Si -21.781 5.47 9.558 -0.004 0.001 -0.004
Si -19.032 -8.124 9.474 0 -0.004 -0.004
Si -21.785 -5.418 9.541 -0.001 0.02 -0.013
Si -19.046 -2.693 9.483 -0.006 0.008 -0.001
Si -16.301 0.025 9.428 -0.013 0.013 0.007
Si -13.574 2.743 9.37 -0.016 0.011 0.005
Si -16.302 5.47 9.415 0.001 -0.001 -0.002
Si -13.57 -8.139 9.376 -0.009 0.009 0.004
Si -16.291 -5.402 9.415 -0.003 -0.012 0.004
Si -13.55 -2.698 9.366 0 -0.002 0.004
Si -10.836 0.007 9.329 0.001 0.005 0.004
Si -8.098 2.716 9.31 0.003 -0.006 0.002
Si -10.835 5.457 9.349 -0.02 0 0.011
Si -8.102 -8.141 9.319 0.005 -0.008 0.004
Si -10.824 -5.429 9.341 0.003 -0.003 0.007
Si -8.108 -2.725 9.326 0.001 0 0.001
Si -5.376 -0.011 9.313 -0.003 -0.009 0.006
Si -2.657 2.73 9.309 -0.012 0.012 0.001
Si -5.375 5.451 9.291 0.006 -0.005 0.001
Si -2.659 -8.151 9.301 0.003 -0.011 0.004
Si -5.375 -5.422 9.31 -0.018 -0.01 0.002
Si -2.658 -2.709 9.294 -0.009 -0.003 0.004
Si 1.378 -1.363 10.69 -0.004 -0.01 0.001
Si 4.077 1.344 10.731 0.014 0.003 -0.005
Si 1.384 4.067 10.705 0.005 0.019 -0.001
Si 4.082 6.789 10.732 0.003 -0.001 -0.003
Si 1.377 9.526 10.698 0.004 -0.014 -0.003
Si 4.068 -4.093 10.728 0.003 0.002 0.001
Si 6.77 -1.375 10.782 -0.004 0.002 0.006
Si 9.501 1.344 10.839 -0.002 0.001 0.013
Si 6.795 4.062 10.775 -0.008 0.002 -0.003
Si 9.505 6.773 10.825 0.002 0.007 0.004
Si 6.78 9.49 10.777 -0.004 0.022 -0.003
Si 9.494 -4.105 10.825 -0.013 0.006 -0.006
Si 12.216 -1.37 10.876 0.001 0.002 0
Si 14.936 1.338 10.912 0.005 -0.006 -0.005
Si 12.222 4.057 10.882 -0.017 0.001 0.004
Si 14.948 6.767 10.926 -0.007 0.006 0.001
Si 12.229 9.497 10.873 0.007 -0.005 -0.006
Si 14.94 -4.113 10.928 -0.012 -0.014 -0.003
Si 17.646 -1.386 10.975 -0.004 0.001 0.001
Si 20.355 1.333 11.012 -0.001 0.004 0.001
Si 17.655 4.054 10.954 -0.01 0.001 -0.005
Si 20.363 6.765 10.999 -0.004 0.014 -0.004
Si 17.645 9.48 10.971 -0.009 0.006 0.002
Si 20.352 -4.113 11.018 0.004 -0.002 0.001
Si 23.068 -1.385 11.056 0.005 0.01 -0.001
Si 25.794 1.355 11.112 0.012 -0.001 0.001
Si 23.066 4.061 11.066 -0.004 0.002 0.002
Si 25.793 6.774 11.102 -0.001 0.002 -0.002
Si 23.066 9.49 11.048 0.007 0.003 -0.004
Si 25.787 -4.115 11.087 -0.011 -0.007 -0.006
Si 28.528 -1.374 11.144 0.001 0.01 0
Si 31.265 1.356 11.143 -0.007 -0.007 -0.002
Si 28.527 4.075 11.144 -0.02 -0.014 0.011
Si 31.25 6.791 11.144 0.01 0.004 0.001
Si 28.51 9.493 11.12 0.002 0.013 -0.006
Si 31.249 -4.09 11.151 -0.011 0.007 0.002
Si 33.986 -1.357 11.124 0.005 0.006 0.006
Si -28.573 1.372 11.073 0.012 -0.006 -0.002
Si -31.3 4.082 11.122 0.01 -0.002 -0.005
Si -28.586 -9.515 11.081 -0.013 -0.003 0
Si -31.304 -6.811 11.137 -0.016 -0.007 0.005
Si -28.585 -4.081 11.092 0.013 0 0.009
Si -25.847 -1.348 11.026 0.017 -0.001 0.006
Si -23.117 1.381 10.951 -0.004 -0.006 0.003
Si -25.853 4.101 11.015 -0.008 -0.007 0
Si -23.138 -9.496 10.935 0.003 -0.009 -0.003
Si -25.866 -6.79 11.016 -0.005 -0.005 0.006
Si -23.126 -4.065 10.938 0.01 -0.01 0
Si -20.389 -1.336 10.87 0.006 0.006 0
Si -17.649 1.388 10.803 0 0 0.007
Si -20.386 4.114 10.869 0.012 0.001 0.001
Si -17.648 -9.485 10.794 0.002 -0.001 0.002
Si -20.387 -6.771 10.857 0.001 -0.014 -0.003
Si -17.645 -4.045 10.794 0.004 -0.004 -0.006
Si -14.898 -1.33 10.743 0.004 -0.004 -0.005
Si -12.18 1.388 10.699 -0.006 -0.002 -0.006
Si -14.91 4.119 10.741 -0.006 -0.009 -0.001
Si -12.181 -9.489 10.709 0.009 -0.014 0.005
Si -14.916 -6.766 10.742 -0.001 0.005 0.005
Si -12.172 -4.055 10.708 0.003 0.004 0
Si -9.451 -1.338 10.68 0.004 -0.01 -0.001
Si -6.729 1.364 10.67 0.006 -0.005 -0.004
Si -9.449 4.092 10.676 0.013 0.007 -0.006
Si -6.729 -9.501 10.665 -0.017 0.008 -0.001
Si -9.44 -6.767 10.693 -0.001 0.004 0.001
Si -6.727 -4.062 10.683 0.01 0.006 0.01
Si -4.012 -1.355 10.678 -0.002 0.016 0
Si -1.309 1.366 10.679 0.008 0.004 0.006
Si -4.013 4.102 10.665 -0.004 -0.007 0.004
Si -1.319 6.806 10.683 -0.005 -0.015 0.003
Si -4.021 -6.788 10.667 -0.007 0.013 -0.001
Si -1.321 -4.074 10.672 -0.004 -0.005 -0.004
Si 2.705 -0.006 12.086 0.006 -0.006 0.002
Si 5.434 2.688 12.108 0.009 0.007 -0.002
Si 2.722 5.426 12.083 0.015 -0.002 0.006
Si 5.424 8.124 12.135 -0.003 -0.009 0.009
Si 2.718 10.869 12.095 0.003 0.016 0.007
Si 5.4 -2.738 12.117 0.008 -0.011 -0.004
Si 8.125 -0.03 12.158 -0.008 -0.01 -0.004
Si 10.851 2.69 12.221 0.012 0 -0.004
Si 8.147 5.397 12.172 0.002 -0.004 0.001
Si 10.866 8.113 12.198 -0.004 0.017 0
Si 8.124 10.844 12.156 0.011 -0.027 0.009
Si 10.847 -2.755 12.197 -0.004 0.004 0.002
Si 13.554 -0.02 12.257 -0.007 -0.009 -0.003
Si 16.283 2.679 12.289 -0.004 0.001 -0.008
Si 13.575 5.395 12.258 0.014 0.011 -0.01
Si 16.288 8.098 12.315 -0.005 0.003 0.003
Si 13.574 10.83 12.262 -0.002 0.011 0.01
Si 16.271 -2.756 12.312 0.006 0.003 0.006
Si 18.993 -0.042 12.357 -0.002 0.01 -0.002
Si 21.694 2.682 12.398 0.009 -0.022 -0.004
Si 18.995 5.392 12.343 0.013 -0.006 -0.002
Si 21.709 8.108 12.384 0.011 0.001 -0.006
Si 18.983 10.83 12.348 0.005 -0.006 -0.004
Si 21.707 -2.766 12.394 -0.002 -0.001 -0.004
Si 24.42 -0.029 12.429 0.001 -0.015 -0.008
Si 27.168 2.697 12.482 -0.01 0.002 0
Si 24.431 5.4 12.445 0.009 0.003 0.003
Si 27.157 8.123 12.476 0.003 0.002 -0.005
Si 24.432 10.829 12.429 0.016 0.017 -0.009
Si 27.15 -2.759 12.459 0.002 -0.014 -0.006
Si 29.909 -0.014 12.499 0.008 0.015 -0.006
Si 32.631 2.721 12.5 0 -0.008 -0.009
Si 29.902 5.423 12.511 0.004 -0.006 -0.003
Si 32.628 8.139 12.497 -0.002 0.007 0.001
Si 29.881 10.849 12.477 -0.007 -0.002 -0.009
Si 32.622 -2.717 12.49 -0.002 -0.012 -0.008
Si 35.357 0.02 12.46 0 0.011 -0.006
Si -27.208 2.755 12.396 0.007 0.002 -0.006
Si -29.928 5.444 12.463 -0.008 0.004 0
Si -27.217 -8.138 12.408 0.003 -0.007 0
Si -29.935 -5.437 12.476 -0.002 0 -0.009
Si -27.21 -2.694 12.406 -0.009 0.001 -0.011
Si -24.474 0.038 12.334 -0.002 -0.004 0.004
Si -21.74 2.772 12.254 0.002 0.003 -0.001
Si -24.479 5.478 12.335 0.001 -0.003 0.003
Si -21.751 -8.114 12.235 0.001 0.008 -0.007
Si -24.488 -5.403 12.326 0 0.014 -0.007
Si -21.747 -2.683 12.246 -0.009 0.007 -0.009
Si -19.011 0.046 12.177 -0.008 -0.015 0.001
Si -16.265 2.773 12.106 -0.004 0 -0.007
Si -19.004 5.496 12.177 -0.008 0.002 0
Si -16.269 -8.111 12.118 -0.004 0.006 -0.003
Si -19.001 -5.393 12.172 0.006 0.017 -0.003
Si -16.263 -2.67 12.114 -0.006 0.005 0.003
Si -13.524 0.042 12.079 -0.002 0.007 0.007
Si -10.807 2.751 12.051 0.001 -0.002 0.001
Si -13.531 5.484 12.081 -0.009 0.007 0.008
Si -10.809 -8.117 12.042 -0.006 -0.006 -0.002
Si -13.544 -5.395 12.072 -0.012 -0.018 0.006
Si -10.795 -2.69 12.05 -0.001 0.016 0.001
Si -8.086 0.022 12.044 -0.005 0.008 0.01
Si -5.364 2.735 12.018 -0.008 0.011 -0.004
Si -8.089 5.465 12.026 -0.003 -0.018 0.005
Si -5.376 -8.138 12.04 0.003 -0.008 0.003
Si -8.072 -5.41 12.059 0.013 0.002 0.003
Si -5.374 -2.699 12.048 -0.017 -0.02 -0.001
Si -2.664 0.009 12.048 -0.01 -0.014 0.002
Si 0.021 2.72 12.077 -0.002 -0.009 0.006
Si -2.669 5.452 12.058 -0.007 0.013 0.009
Si 0.018 8.168 12.057 -0.002 -0.001 0.001
Si -2.685 -5.42 12.043 -0.011 -0.011 0.003
Si 0.024 -2.72 12.053 -0.002 0.016 0.001
Si 1.35 1.349 13.462 0.003 -0.002 0
Si 4.065 4.045 13.441 0.012 0.008 -0.014
Si 1.352 6.792 13.428 -0.004 0.007 -0.002
Si 4.051 9.489 13.476 0.002 0.008 0.004
Si 1.363 -4.072 13.442 0.013 -0.017 -0.007
Si 4.044 -1.365 13.466 0.004 -0.004 0
Si 6.773 1.34 13.505 0 -0.004 0.003
Si 9.483 4.036 13.573 -0.001 0.006 0.005
Si 6.775 6.753 13.512 0.01 0.01 0.009
Si 9.487 9.477 13.513 -0.016 -0.001 -0.007
Si 6.742 -4.106 13.484 -0.028 0.026 -0.005
Si 9.467 -1.397 13.524 0 -0.003 -0.008
Si 12.187 1.336 13.609 -0.027 0.004 0.01
Si 14.904 4.018 13.634 -0.01 -0.006 -0.017
Si 12.191 6.738 13.593 0 0 -0.001
Si 14.898 9.44 13.64 0.004 -0.009 -0.006
Si 12.187 -4.124 13.575 0.015 -0.011 -0.004
Si 14.873 -1.398 13.635 -0.018 0.014 0.005
Si 17.607 1.317 13.681 -0.009 -0.002 -0.007
Si 20.318 4.034 13.742 -0.018 0.002 -0.005
Si 17.608 6.715 13.699 0 0.01 0
Si 20.311 9.444 13.713 -0.004 0.012 -0.006
Si 17.609 -4.133 13.683 -0.014 -0.009 0.001
Si 20.331 -1.414 13.735 0.018 -0.013 0.002
Si 23.034 1.314 13.77 -0.006 0.02 -0.006
Si 25.784 4.037 13.822 0.017 -0.005 0.008
Si 23.053 6.757 13.778 -0.012 0.007 0.003
Si 25.781 9.476 13.821 0.001 0.001 0.002
Si 23.058 -4.135 13.76 0.02 -0.005 -0.003
Si 25.78 -1.387 13.791 -0.017 0.029 0
Si 28.555 1.358 13.848 -0.014 -0.013 0.001
Si 31.281 4.076 13.881 0.005 -0.009 0.001
Si 28.526 6.781 13.853 -0.016 0.013 0.001
Si 31.258 9.5 13.833 -0.007 0.007 -0.016
Si 28.513 -4.119 13.824 0.013 -0.008 -0.004
Si 31.277 -1.362 13.871 -0.008 0.004 0.012
Si 34.012 1.371 13.852 -0.001 -0.006 -0.001
Si -28.552 4.088 13.804 -0.002 -0.006 -0.01
Si 34.004 6.784 13.851 0.018 -0.023 -0.009
Si -28.56 -6.799 13.817 -0.004 0.008 0.01
Si 33.988 -4.073 13.841 -0.008 0.019 0.006
Si 36.732 -1.336 13.799 0.017 -0.018 0.004
Si -25.82 1.406 13.713 -0.003 -0.003 -0.012
Si -23.081 4.126 13.65 -0.004 -0.007 0.011
Si -25.84 -9.504 13.728 -0.007 0.013 -0.003
Si -23.097 -6.768 13.628 0.006 -0.012 -0.007
Si -25.835 -4.056 13.729 0.006 -0.004 0.004
Si -23.096 -1.335 13.636 0.015 0.003 0.004
Si -20.354 1.407 13.558 0.004 -0.005 0.001
Si -17.605 4.135 13.48 0.009 -0.016 -0.007
Si -20.363 -9.468 13.552 -0.001 -0.005 0.003
Si -17.613 -6.747 13.496 0.009 -0.017 0.004
Si -20.349 -4.034 13.55 0.014 -0.02 0.002
Si -17.611 -1.303 13.483 -0.009 0.01 -0.004
Si -14.875 1.428 13.43 -0.018 0.01 -0.003
Si -12.142 4.136 13.418 0.002 -0.008 0.001
Si -14.876 -9.458 13.441 0.012 -0.013 -0.008
Si -12.163 -6.752 13.4 0.002 0.009 -0.012
Si -14.89 -4.03 13.447 -0.001 0.001 0.006
Si -12.137 -1.317 13.412 0.015 -0.01 -0.003
Si -9.441 1.393 13.406 0.012 -0.003 -0.002
Si -6.716 4.104 13.369 0.009 0.002 -0.01
Si -9.438 -9.473 13.384 0.001 0.007 -0.003
Si -6.706 -6.762 13.425 -0.003 0.003 0.012
Si -9.414 -4.022 13.412 0.003 -0.002 0.003
Si -6.715 -1.322 13.412 0.011 -0.001 -0.006
Si -4.008 1.394 13.403 0.003 0.004 -0.001
Si -1.331 4.086 13.446 0.001 0.004 0.005
Si -4.018 6.832 13.412 -0.015 -0.002 -0.003
Si -1.336 9.541 13.41 -0.01 0.008 -0.013
Si -4.029 -4.056 13.426 -0.013 0.014 0.001
Si -1.325 -1.361 13.423 0.015 -0.003 -0.007
Si -0.01 -0.011 14.831 -0.018 -0.023 -0.001
Si 2.708 2.714 14.815 0.018 0.003 0.006
Si 0.01 5.454 14.82 0.005 0.007 0.002
Si 2.674 8.133 14.827 0.01 -0.024 0.014
Si -0.004 -5.424 14.791 0 0.005 0.002
Si 2.685 -2.71 14.835 0.002 0.011 0.013
Si 5.391 -0.01 14.835 0.006 -0.007 -0.007
Si 8.127 2.655 14.917 0.009 0.011 0.004
Si 5.413 5.357 14.837 -0.024 -0.014 0.007
Si 8.156 8.101 14.866 0.015 0.024 0.008
Si 5.396 10.851 14.846 0.018 0 0.019
Si 8.093 -2.758 14.853 0.011 -0.003 0.005
Si 10.794 -0.043 14.911 0.014 -0.006 0
Si 13.533 2.687 15 0.025 0.001 -0.002
Si 10.845 5.369 14.958 -0.002 -0.009 0.002
Si 13.541 8.055 14.986 0.006 -0.002 0.013
Si 10.826 10.814 14.898 -0.011 -0.01 0.002
Si 13.502 -2.773 14.974 -0.015 -0.008 0.019
Si 16.21 -0.038 15.003 0.001 -0.01 -0.002
Si 18.937 2.662 15.079 0.019 0.009 0
Si 16.246 5.323 15.041 -0.004 0.005 -0.006
Si 18.958 8.061 15.066 0.012 -0.002 0.003
Si 16.244 10.792 15 -0.002 0.001 0.003
Si 18.956 -2.788 15.065 0.003 0.005 0.012
Si 21.672 -0.061 15.118 -0.004 -0.004 -0.001
Si 24.387 2.663 15.139 -0.006 -0.024 -0.001
Si 21.675 5.385 15.111 0.015 -0.004 -0.009
Si 24.406 8.103 15.163 0.022 0.015 0.002
Si 21.672 10.791 15.062 0.009 -0.004 -0.004
Si 24.407 -2.763 15.124 0.003 -0.026 0.004
Si 27.162 -0.028 15.139 0.016 0.003 0
Si 29.922 2.71 15.243 -0.002 -0.014 0
Si 27.159 5.392 15.182 -0.005 -0.006 0.003
Si 29.914 8.141 15.204 0.014 0.005 0.003
Si 27.16 10.828 15.182 -0.007 -0.003 0.002
Si 29.889 -2.764 15.173 -0.009 0.001 -0.001
Si 32.667 0.007 15.229 -0.005 0.008 -0.004
Si 35.38 2.746 15.205 0.008 -0.003 0
Si 32.669 5.428 15.245 0 0.009 -0.002
Si 35.385 8.134 15.199 -0.028 0.007 -0.006
Si 32.627 10.857 15.181 0.005 0 -0.004
Si 35.365 -2.691 15.173 -0.008 -0.003 -0.002
Si 38.11 0.069 15.103 0.009 0.022 -0.013
Si -24.44 2.779 15.032 -0.015 -0.003 -0.005
Si -27.175 5.457 15.134 -0.001 -0.001 0.002
Si -24.456 -8.112 15.014 -0.003 0 0
Si -27.182 -5.403 15.131 0.004 0.001 -0.001
Si -24.464 -2.659 15.033 -0.001 0.002 0.002
Si -21.714 0.055 14.927 -0.017 -0.009 -0.001
Si -18.96 2.792 14.849 -0.01 0.011 0
Si -21.699 5.514 14.958 0.005 0.008 0.009
Si -18.985 -8.087 14.857 -0.005 0.002 0.001
Si -21.713 -5.378 14.92 -0.002 0.017 0.002
Si -18.958 -2.656 14.853 0.007 0.027 0.005
Si -16.249 0.101 14.789 0.018 -0.013 -0.006
Si -13.498 2.783 14.775 -0.01 0.006 0.002
Si -16.221 5.504 14.798 -0.018 0.01 0.002
Si -13.512 -8.087 14.785 -0.013 -0.005 0.003
Si -16.237 -5.378 14.831 -0.016 0.002 0.009
Si -13.506 -2.656 14.763 -0.001 0.027 0.001
Si -10.773 0.028 14.786 -0.019 -0.002 0.006
Si -8.074 2.774 14.736 0.005 -0.005 -0.002
Si -10.798 5.531 14.769 0.009 0.002 0.006
Si -8.077 -8.129 14.754 -0.015 -0.008 0.002
Si -10.798 -5.382 14.726 -0.005 -0.018 -0.009
Si -8.058 -2.663 14.798 -0.001 0.008 0.013
Si -5.355 0.046 14.767 -0.023 0.002 -0.005
Si -2.674 2.723 14.825 -0.013 -0.006 0.009
Si -5.362 5.444 14.747 -0.016 0.001 0.002
Si -2.682 8.205 14.792 -0.002 0.002 0.007
Si -5.364 -5.397 14.825 0.005 -0.004 0.012
Si -2.672 -2.706 14.798 -0.005 -0.013 -0.009
O 1.208 -1.999 22.875 -0.593 -0.337 0.176
O 2.731 0.003 22.176 -0.254 0.243 0.259
O 4.623 1.654 23.114 0.17 -0.358 0.202
O 2.642 5.494 21.98 -0.253 -0.171 0.418
O 0.471 2.083 25.022 0.701 0.283 0.576
O 6.09 -6.874 22.74 -0.71 -0.067 -0.101
O 1.731 -7.757 22.821 0.327 -0.568 0.043
O 3.703 -7.751 24.987 -0.198 0.142 -0.441
O 2.998 -5.372 22.085 -0.058 -0.157 0.248
O 5.049 -3.224 22.075 0.359 -0.126 0.429
O 11.645 -2.025 23.126 -0.45 -0.039 0.062
O 8.86 0.754 23.022 0.076 -0.567 0
O 10.661 2.526 22.239 0.007 0.045 0.467
O 6.192 3.751 22.918 -0.392 -0.128 0.145
O 8.073 5.43 22.163 -0.003 0.067 0.476
O 9.949 7.323 22.782 0.608 0.284 0.103
O 8.787 6.681 24.964 -0.124 0.032 -0.01
O 13.606 -2.524 -4.019 0.431 -0.296 0.479
O 7.994 -5.552 21.713 -0.249 -0.277 0.026
O 9.654 -4.36 23.235 0.098 -0.145 0.237
O 13.245 -0.227 22.208 -0.188 0.051 0.053
O 15.331 0.277 23.521 0.08 0.002 0.514
O 8.981 3.325 -3.412 0.398 -0.192 -0.295
O 12.4 4.174 23.204 0.351 0.26 -0.032
O 11.834 -6.673 23.1 -0.658 -0.051 0.083
O 14.737 6.217 23.348 -0.141 -0.243 0.185
O 16.144 8.164 22.321 -0.035 0.199 0.667
O 10.722 -7.83 25.077 -0.104 0.076 0.366
O 13.773 -5.248 22.143 0.152 0.22 0.718
O 15.861 -3.214 22.123 0.098 -0.157 0.396
O 16.877 -4.639 -3.357 -0.092 -0.153 -0.18
O 20.195 0.36 23.018 -0.358 -0.129 0.105
O 16.791 3.453 23.254 -0.187 -0.56 0.286
O 18.781 5.214 22.471 -0.037 -0.211 0.153
O 20.61 6.94 23.257 0.03 -0.132 0.64
O 18.588 -8.042 -3.684 0.043 0.574 0.055
O 18.132 -3.945 -5.614 0.09 -0.271 -0.148
O 17.604 -6.077 22.972 -0.373 0.295 0.589
O 21.061 -7.672 25.24 0.258 0.121 0.082
O 19.629 -4.308 23.08 -0.308 0.391 0.414
O 21.537 -2.824 22.094 0.1 -0.093 0.22
O 22.651 -0.76 23.115 0.658 0.346 0.228
O 25.22 0.742 23.072 -0.476 -0.313 0.258
O 27.636 5.965 24.031 0.149 0.078 -0.133
O 26.637 1.974 -5.668 -0.341 -0.215 -0.044
O 23.268 4.029 23.394 -0.105 0.374 0.109
O 25.247 6.468 23.065 -0.674 -0.207 0.15
O 27.007 -8.053 22.266 0.258 0.183 0.258
O 19.342 -5.443 -3.758 -0.176 -0.466 0.185
O 24.204 -5.634 22.238 -0.007 0.076 0.607
O 26.081 -4.279 23.225 -0.203 0.387 0.273
O 27.537 -4.93 -5.617 0.142 0.503 0.197
O -31.511 3.801 23.335 -0.147 0.191 0.665
O -28.961 0.325 23.281 0.088 -0.169 0.221
O 28.946 3.86 23.299 0.144 -0.241 0.178
O 29.682 5.213 25.501 0.614 0.06 0.116
O -31.173 -7.018 23.465 0.371 0.404 0.47
O 32.057 7.805 23.142 -0.049 0.084 0.027
O 32.524 -2.856 22.323 0.225 0.013 0.517
O 31.976 -6.571 24.949 -0.202 -0.191 0.385
O -30.896 -1.399 23.122 0.056 -0.276 0.199
O -27.409 2.332 23.329 0.015 0.307 0.167
O -24.005 4.229 -7.274 -0.446 0.394 0.067
O -25.374 3.837 23.44 0.273 0.135 0.592
O -29.677 5.544 22.496 0.077 0.048 0.397
O -27.627 7.145 23.355 -0.143 -0.09 0.742
O -24.368 -5.395 -6.956 -0.384 0.465 -0.25
O -28.166 1.02 -1.005 0.322 -0.163 -0.171
O -29.679 -5.379 22.266 0.134 -0.159 0.312
O -30.499 8.046 -6.087 0.287 0.154 -0.393
O -23.023 -3.793 -5.194 0.48 0.449 -0.504
O -25.425 -1.751 23.213 -0.644 0.209 0.184
O -22.289 6.054 -6.049 -0.384 0.061 0.327
O -24.075 0.166 22.178 -0.077 -0.003 0.295
O -24.003 5.6 22.254 -0.246 -0.102 0.461
O -21.757 6.974 22.854 0.385 -0.159 -0.137
O -26.543 -6.881 22.784 -0.536 0.205 0.219
O -24.42 -5.414 22.094 0.25 -0.009 0.119
O -30.956 -1.281 -3.904 -0.215 -0.574 0.6
O -23.337 -3.439 23.231 0.399 0.012 0.343
O -23.797 -2.699 -2.865 0.255 0.237 -0.072
O -18.792 0.093 21.986 0.213 0.139 0.323
O -17.205 2.06 22.804 -0.168 0.651 0.118
O -20.192 3.53 22.881 -0.145 0.099 0.547
O -17.624 7.992 22.805 -0.095 -0.027 0.343
O -15.599 -6.656 22.722 0.197 -0.112 0.329
O -21.708 7.68 -4.095 0.049 0.037 0.704
O -20.712 -6.949 22.941 -0.161 0.139 0.261
O -18.911 -5.378 21.753 0.055 -0.014 0.26
O -17.301 -3.681 22.807 0.305 0.156 0.194
O -10.613 -0.269 24.479 0.2 0.263 0.399
O -13.183 -0.377 24.437 0.153 -0.451 0.073
O -13.531 0.119 21.654 -0.004 0.112 -0.008
O -11.861 1.51 22.96 0.244 0.635 0.209
O -17.937 6.576 25.348 -0.129 -0.437 -0.441
O -13.336 5.653 21.888 0.118 0.259 0.421
O -11.508 7.497 22.518 0.252 0.346 0.077
O -16.151 -7.899 24.848 0.356 0.423 0.514
O -12.558 6.53 24.75 -0.678 0.43 0.112
O -13.526 -5.305 22.056 0.168 -0.212 0.613
O -11.46 -7.456 24.677 -0.485 0.208 -0.261
O -11.992 -3.594 23.316 0.057 0.198 0.189
O -8.23 0.005 21.528 -0.095 -0.203 0.007
O -7.402 1.699 23.158 -0.278 0.671 0.459
O -3.656 1.966 24.823 -0.103 -0.094 -0.103
O -9.877 4.259 23.125 -0.2 -0.431 -0.103
O -6.037 7.34 22.669 0.149 0.314 -0.124
O -5.135 -6.377 22.886 -0.334 -0.234 0.417
O -9.098 -7.042 23.167 -0.28 -0.43 0.261
O -8.018 -5.25 21.711 0.021 0.163 0.115
O -6.038 -3.909 22.721 -0.156 0.737 0.32
O -5.861 -2.206 25.276 -0.15 -0.212 -0.4
O -4.291 -1.581 23.203 -0.063 -0.305 0.143
O -2.654 0.211 22.192 0.251 0.026 0.065
O 3.259 -1.748 24.613 0.341 -0.084 -0.491
O -2.631 5.44 22.213 0.029 0.048 0.293
O 2.381 5.718 -4.634 0.186 -0.566 -0.067
O -2.447 -6.761 24.875 -0.109 0.025 -0.228
O 2.106 -5.758 25.917 0.124 0.034 -0.389
O -2.912 -5.499 21.854 0.05 0.072 0.281
O 3.128 -1.188 -6.292 0.032 -0.445 -0.052
O -0.459 -5.135 25.947 -0.36 0.155 0.498
O 4.938 3.372 25.161 -0.523 -0.331 -0.061
O 4.83 5.215 -3.735 0.32 0.17 0.763
O 4.349 5.917 25.07 -0.405 -0.226 -0.126
O 2.299 -7.769 -1.594 -0.14 -0.155 -0.147
O 6.152 7.676 24.614 0.347 -0.468 0.102
O 4.341 7.254 22.808 0.558 0.426 0.179
O 6.44 -1.287 23.138 0.068 0.645 0.074
O 10.154 -2.737 25.178 -0.151 0.382 0.319
O -29.384 -1.338 -5.964 0.167 -0.115 0.235
O 12.067 -1.104 25.646 0.326 0.475 -0.227
O 9.344 4.14 25.28 0.024 -0.007 -0.466
O 7.035 4.25 -4.927 -0.254 0.294 -0.304
O 12.833 -6.156 25.503 0.034 -0.412 0.332
O 12.474 6.712 -5.14 -0.379 0.093 -0.464
O 9.007 -5.012 25.813 0.423 -0.326 -0.381
O 12.603 -3.608 25.007 0.364 -0.104 -0.197
O 12.795 4.681 -1.342 -0.083 -0.45 -0.354
O 11.966 1.867 -5.773 -0.267 0.236 0.204
O 13.118 5.422 25.324 -0.609 0.321 0.468
O 14.425 -0.187 -3.352 0.158 -0.376 0.357
O 18.379 3.939 -1.273 0.488 -0.291 -0.27
O 16.631 2.394 25.753 0.35 0.154 0.318
O 13.101 4.182 -5.505 -0.545 0.107 -0.058
O 1.132 4.185 -1.999 0.207 0.182 -0.312
O 19.608 -2.178 -6.981 -0.073 0.009 0.412
O 7.694 -3.152 24.475 -0.307 -0.217 0.082
O 21.082 -5.803 -5.711 0.202 0.41 -0.303
O -23.605 4.076 -1.285 0.095 -0.058 0.263
O 24.005 -1.341 -0.965 0.577 -0.151 0.053
O 18.826 -2.868 -3.385 -0.053 0.356 -0.352
O 23.095 7.58 -5.129 0.537 0.035 -0.044
O 20.02 -6.843 23.093 0.09 0.042 -0.495
O 24.277 0.041 25.484 -0.127 -0.481 0.408
O 21.588 2.452 22.238 -0.113 0.198 0.627
O 19.051 6.4 -5.378 -0.043 -0.631 -0.406
O 21.158 7.94 -6.706 -0.378 -0.051 -0.112
O 29.875 3.014 -4.828 0.05 -0.263 0.459
O 23.45 5.134 25.78 -0.169 0.609 0.002
O -24.933 -5.367 -4.381 0.18 0.191 0.712
O -25.335 1.515 24.827 -0.162 -0.489 -0.005
O -2.523 6.582 -3.738 0.015 -0.205 0.431
O 17.932 -1.867 -1.146 -0.167 -0.178 0.04
O 7.047 -1.248 -1.548 -0.367 -0.071 -0.442
O 26.016 -1.514 24.313 -0.223 -0.284 -0.227
O 22.268 2.242 -5.982 -0.051 0.455 0.429
O 28.835 2.352 -7.125 0.143 0.627 -0.719
O 28.37 -1.494 23.289 0.345 0.172 0.168
O 8.474 7.019 -6.103 -0.188 0.192 -0.105
O 25.921 -6.983 -5.447 -0.481 0.018 0.09
O 28.986 5.414 -5.573 0.008 -0.192 -0.188
O -11.886 1.648 25.573 -0.258 0.501 -0.029
O -27.969 2.672 -3.137 -0.156 -0.015 -0.454
O 27.11 -5.484 -0.084 -0.037 -0.054 -0.349
O 30.284 -3.579 -3.425 -0.457 -0.189 0.272
O 7.739 1.266 -2.046 -0.036 -0.04 0.315
O -31.352 1.172 23.569 -0.01 -0.255 -0.394
O 30.008 0.111 22.264 0.155 0.219 0.381
O 32.48 2.615 25.224 -0.147 0.674 0.211
O -20.15 1.221 24.317 -0.163 -0.302 -0.322
O 28.055 -8.098 25.978 0.598 -0.17 -0.444
O -31.609 -5.835 -6.059 -0.549 0.298 -0.015
O -22.833 6.474 -1.379 -0.09 0.363 -0.525
O 32.22 -7.912 -5.602 -0.453 -0.229 -0.231
O 31.504 -4.088 25.901 0.044 0.273 -0.409
O 3.84 -3 -1.583 0.39 0.119 -0.191
O 32.036 -4.837 -0.2 -0.15 0.062 -0.174
O 30.886 -4.688 23.449 -0.371 -0.094 0.137
O 12.228 -4.663 -3.526 -0.632 0 0.1
O -27.924 -3.68 23.167 0.198 0.259 0.185
O -10.975 -6.357 -1.212 -0.621 -0.437 0.136
O -16.752 -0.407 -3.407 0.498 -0.448 -0.289
O -30.463 -5.803 -3.719 0.586 -0.189 0.208
O -14.322 -5.42 -4.491 -0.011 -0.55 0.177
O 0.197 7.096 -3.723 0.439 0.449 0.331
O -27.665 5.24 -2.857 0.158 0.222 0.015
O 32.235 -5.402 -3.204 -0.173 0.123 0.155
O -21.956 3.552 -5.852 0.417 -0.194 -0.2
O -18.731 -5.737 -3.733 -0.323 -0.416 0.394
O 25.573 4.374 24.616 0.578 -0.39 -0.174
O -27.554 0.078 -3.349 -0.045 -0.424 0.151
O -11.835 -5.365 -3.658 0.1 -0.476 -0.055
O -18.913 -1.051 24.878 0.507 -0.288 -0.27
O -26.428 -6.313 -1.1 0.194 -0.019 -0.417
O -28.64 6.162 -6.134 -0.045 -0.255 -0.228
O 22.252 -1.481 -7.274 0.201 -0.161 -0.429
O -15.513 6.843 -2.233 -0.148 -0.012 -0.065
O 0.741 7.017 -6.232 -0.008 -0.031 -0.16
O 27.178 -0.791 -4.968 0.022 -0.067 -0.583
O -29.146 -5.498 -6.072 -0.003 -0.358 0.118
O -24.433 -8.024 -6.945 0.272 -0.466 -0.151
O -18.086 1.385 -4.773 0.261 0.218 0.159
O -17.691 1.243 25.271 0.153 0.143 0.428
O -17.722 6.278 -5.781 -0.238 0.014 -0.343
O -8.724 -7.549 -1.731 0.181 0.238 -0.531
O -9.571 6.526 -2.774 0.01 0.433 -0.576
O 23.81 -6.48 -1.308 0.458 0.442 -0.289
O -1.02 -4.074 -1.806 -0.294 -0.057 -0.523
O -6.401 -4.873 -6.409 -0.621 -0.111 -0.275
O -27.476 -7.316 25.206 -0.357 -0.251 0.227
O -4.882 7.066 -4.884 0.196 0.353 -0.135
O -16.054 4.51 -1.279 -0.266 -0.427 -0.452
O 0.117 4.7 -4.551 -0.073 0.031 -0.272
O -20.145 7.864 24.948 0.045 0.198 0.045
O -12.141 -2.54 25.839 -0.398 0.062 -0.134
O 15.369 -1.264 -5.641 0.333 0.313 0.163
O 25.92 -7.952 -2.293 -0.077 0.056 -0.718
O 11.365 -0.155 -0.442 -0.125 -0.086 -0.643
O -15.979 7.97 -6.855 0.866 0.27 -0.101
O 29.15 -1.08 -3.288 -0.173 0.072 0.581
O -7.246 -8.068 24.821 -0.008 -0.162 0.614
O 16.439 -5.79 -0.986 -0.338 0.278 0.046
O -13.034 7.111 -6.116 0.16 0.631 -0.012
O -15.109 -1.441 22.939 -0.603 -0.541 -0.041
O 29.523 8.055 -5.762 0.191 0.048 -0.2
O -9.92 -1.759 22.443 -0.237 -0.62 0.054
O -5.882 0.919 -3.396 0.371 0.296 -0.045
O -0.575 7.182 22.861 0.128 -0.082 0.165
O -3.636 4.592 25.098 -0.303 0.308 0.159
O -4.555 7.96 24.756 -0.045 0.249 0.051
O -6.194 5.906 24.817 -0.014 -0.115 -0.077
O -3.894 -4.121 -6.217 0.673 0.672 -0.006
O 29.576 -5.865 25.61 0.151 -0.128 -0.034
O -12.018 -5.628 -6.189 -0.126 -0.597 -0.069
O -5.737 -2.327 -6.044 0.311 0.168 0.587
O -3.747 -0.596 25.625 0.026 -0.292 0.245
O -19.96 5.816 -4.529 -0.301 -0.249 0.19
O -3.008 2.635 -6.263 0.576 -0.057 0.064
O -6.993 -4.399 -1.782 0.006 0.477 -0.061
O 0.34 2.222 -3.662 -0.3 -0.354 0.412
O -1.381 3.902 -2.555 -0.151 0.585 -0.063
O -22.228 4.53 -3.395 -0.157 0.305 -0.348
O -0.163 -6.714 23.894 0.223 0.092 -0.059
O -3.595 -6.755 -6.404 -0.276 -0.247 0.232
O -1.527 -7.395 -3.274 -0.089 0.231 0.553
O -2.275 -5.347 -4.621 0.135 0.517 0.037
O -0.605 -7.064 -5.79 -0.355 0.147 -0.133
O -1.137 2.302 22.947 -0.311 -0.011 0.062
O 1.184 -0.011 -4.915 0.104 0.09 0.173
O 3.939 1.117 -4.297 -0.321 -0.488 0.131
O 22.964 -0.133 -5.17 0.379 0.013 0.011
O 6.639 -5.455 -3.475 0.121 0.418 -0.068
O -7.066 6.323 -6.163 -0.101 -0.403 0.346
O 2.113 2.445 -5.543 -0.108 0.62 -0.364
O 6.234 -6.292 -5.92 -0.075 -0.568 -0.292
O 1.737 -1.437 -1.572 -0.233 0.288 -0.35
O -15.727 5.801 24.121 -0.353 0.16 -0.433
O -2.201 6.799 25.056 0.026 0.151 -0.401
O 3.897 1.248 -6.985 0.236 0.546 -0.188
O 5.696 -2.057 25.585 0.018 -0.464 0.336
O -9.52 -4.781 -2.539 -0.047 -0.027 0.223
O 7.936 3.661 -1.055 0.445 0.177 -0.04
O 7.872 -7.642 -4.256 -0.413 0.049 0.194
O -19.972 1.865 -6.53 -0.257 -0.12 0.066
O 4.494 7.206 -1.462 0.461 0.061 -0.518
O 10.913 -2.341 -3.811 0.072 0.051 0.574
O -22.965 0.336 25.311 0.018 0.353 -0.275
O -4.853 -4.815 25.002 0.365 0.382 0.015
O 4.519 6.323 -6.021 0.454 0.011 -0.067
O 15.138 -3.681 -1.529 -0.135 0.505 -0.43
O 16.955 -2.344 -7.378 0.058 0.204 -0.383
O -2.987 -7.904 -0.555 -0.166 0.135 -0.393
O 12.029 -3.35 -5.908 -0.443 -0.081 -0.099
O 18.659 1.548 -3.472 -0.024 -0.007 0.031
O -17.304 -0.933 -5.87 -0.097 -0.323 0.265
O 27.605 -0.354 -0.172 0.002 -0.006 -0.448
O 24.903 -1.581 -5.998 0.26 0.021 -0.605
O -20.926 -6.235 -1.136 0.141 0.27 -0.192
O 12.642 -7.203 -4.047 0.207 0.225 -0.683
O 14.452 3.326 24.661 -0.088 -0.57 0.102
O -11.09 4.502 25.51 -0.142 -0.209 0.277
O 29.809 -2.622 -0.069 0.303 -0.074 -0.566
O 21.953 5.336 -0.522 -0.161 0.148 -0.44
O 23.801 3.347 -1.243 0.276 0.028 -0.267
O 21.18 1.247 -3.78 0.131 0.173 -0.097
O 25.906 -3.628 -1.313 0.129 0.192 -0.058
O 25.747 6.895 25.589 -0.608 0.153 0.173
O -5.383 5.316 -0.491 0.119 -0.054 -0.277
O -14.207 2.847 -0.493 0.148 -0.342 0.533
O 0.779 7.423 25.136 -0.249 0.018 0.025
O 23.375 7.607 -2.57 -0.179 -0.257 -0.131
O 0.973 -0.605 25.054 -0.183 0.005 -0.029
O -22.995 -6.935 -2.604 -0.044 -0.413 0.286
O -8.083 -2.986 -3.648 -0.017 0.063 -0.407
O -9.959 6.574 24.454 0.594 0.258 0.345
O 23.969 -3.872 -2.988 0.019 -0.313 0.532
O -10.837 -0.084 -0.463 0.064 0.174 -0.349
O 2.661 -2.042 -3.877 0.559 0.248 -0.358
O 25.35 2.531 -3.343 -0.267 0.183 -0.302
O 21.842 0.884 24.972 -0.347 0.498 0.042
O -26.033 6.482 -5.901 0.391 -0.146 -0.161
O 21.042 6.967 -3.731 -0.121 -0.01 0.554
O 24.502 7.677 -0.191 -0.682 0.173 0.281
O -12.659 3.564 -5.358 -0.554 0.146 -0.565
O -26.735 3.532 25.668 -0.057 0.017 0.12
O -7.301 6.702 -1.344 0.201 -0.234 -0.207
O -17.736 -5.894 24.167 -0.349 -0.199 0.328
O -31.976 3.665 -0.805 -0.597 -0.421 -0.324
O 29.45 0.537 -5.342 0.297 -0.382 -0.297
O 32.002 -3.96 -5.358 0.69 -0.331 -0.439
O 30.004 2.659 -0.073 0.102 -0.188 -0.626
O -15.345 0.896 24.209 0.283 0.183 -0.027
O 31.685 2.193 22.791 -0.404 0.313 0.309
O 27.181 7.151 -6.355 -0.214 -0.395 0.128
O 31.932 6.368 -4.091 -0.178 -0.237 0.257
O -21.28 3.402 25.155 0.327 0.363 -0.093
O 14.104 5.496 -3.452 0.478 -0.469 0.252
O 8.646 7.77 -0.415 -0.045 0.021 -0.464
O 26.211 -2.961 -3.971 0.643 -0.084 -0.261
O 1.932 -6.821 -6.275 0.053 -0.154 0.247
O -27.054 4.206 -5.141 -0.113 -0.466 -0.215
O 6.875 5.035 25.668 -0.055 0.112 0.052
O -31.246 0.863 -5.296 -0.559 -0.358 0.018
O -16.577 -4.574 -2.913 0.352 -0.091 0.506
O 29.851 4.899 -3.153 0.758 0.065 -0.069
O 28.248 -5.809 23.083 0.25 0.173 0.37
O 27.729 1.233 -3.429 -0.188 -0.163 0.496
O -11.238 -4.973 25.426 0.147 -0.107 0.022
O 17.953 6.193 -2.451 -0.761 -0.04 0.077
O -31.354 -6.221 -1.294 0.23 0.042 -0.189
O -23.082 0.216 -5.923 0.093 -0.159 0.14
O -22.035 -0.037 -0.571 -0.139 -0.216 -0.174
O 20.128 7.142 -1.422 -0.015 0.039 -0.007
O -2.579 6.49 -6.291 0.276 0.218 0.06
O -24.329 7.877 -4.365 -0.443 -0.333 0.472
O 30.113 6.123 23.062 -0.138 0.055 0.21
O -25.945 3.18 -0.637 -0.146 -0.103 -0.243
O 28.098 -6.929 -3.961 -0.147 -0.114 0.301
O 27.532 3.836 -4.02 -0.398 0.457 0.368
O -10.255 2.977 -6.034 0.287 0.314 0.232
O 20.259 1.615 -1.335 0.098 0.409 -0.101
O -25.047 0.372 -4.117 0.051 -0.042 0.661
O 8.642 -3.007 -0.459 -0.168 0.072 -0.457
O -7.339 7.484 -3.774 0.142 0.13 -0.155
O 10.037 1.978 -1.385 0.532 -0.155 -0.502
O -21.394 -2.179 -3.83 -0.128 0.314 -0.269
O -8.905 -0.589 -3.962 -0.32 0.558 0.04
O -5.929 3.4 25.173 -0.236 -0.53 -0.077
O 0.163 -5.469 -3.792 0.175 0.117 -0.477
O 32.086 4.308 -5.654 -0.133 0.089 -0.027
O -18.564 -4.381 -1.252 -0.662 0.021 -0.081
O -20.328 7.669 -6.346 0.152 0 0.056
O -27.351 5.307 -0.014 -0.163 0.028 -0.23
O 26.763 0.911 25.142 0.408 0.606 -0.208
O -15.54 -0.83 -1.185 0.107 -0.353 -0.444
O -32.575 6.098 -1.029 0.497 0.538 0.029
O 13.349 -2.238 -0.419 -0.115 -0.125 -0.525
O -15.083 1.39 -2.53 -0.001 -0.153 -0.271
O -13.473 3.389 -2.931 -0.074 0.104 -0.257
O 5.679 2.737 -3.224 0.149 0.386 0.115
O -9.287 -1.833 -1.556 0.149 -0.439 -0.384
O -25.491 3.467 -3.097 0.095 0.069 -0.24
O -13.108 5.724 -3.905 0.09 0.017 0.461
O 8.684 5.969 -3.822 -0.278 -0.086 0.687
O -4.49 3.565 22.881 -0.533 -0.423 0.095
O 3.745 7.706 -3.835 0.059 0.231 -0.277
O 10.355 -0.312 -5.466 -0.228 -0.057 -0.294
O 18.924 -5.594 25.232 -0.23 -0.646 0.258
O -6.932 -1.125 -2.22 0.171 -0.103 0.118
O -17.402 1.058 -1.306 -0.459 -0.165 -0.189
O 9.488 1.564 25.446 0.06 -0.469 -0.038
O -26.913 -0.386 -5.842 0.432 -0.296 -0.36
O -5.777 0.239 24.355 0.245 0.304 0.022
O 21.708 -6.888 -3.494 0.084 0.094 0.186
O 8.354 -7.278 24.037 0.339 0.178 -0.26
O -30.482 -0.558 25.399 -0.521 -0.431 0.13
O 11.765 3.1 25.532 0.028 -0.429 -0.032
O 10.711 5.689 -0.25 -0.167 0.067 -0.598
O 20.554 0.128 -6.074 -0.519 0.204 0.222
O -14.703 3.75 22.903 0.246 -0.751 0.15
O -13.227 7.604 -1.106 -0.199 0.124 -0.033
O 16.35 0.062 -0.385 -0.033 0.078 -0.284
O -20.431 -1.832 22.869 -0.327 -0.157 0.033
O 0.468 -5.995 -1.187 -0.656 -0.217 -0.033
O -21.319 -1.889 25.323 -0.163 -0.356 0.227
O -6.576 -7.409 -5.739 -0.431 0.167 -0.649
O 22.493 -1.685 -2.945 -0.547 0.124 -0.121
O -29.888 2.638 0.06 -0.081 0.013 -0.093
O -23.921 -2.112 25.395 -0.081 0.019 0.581
O 16.632 4.924 25.353 0.451 0.04 -0.547
O -3.881 4.68 -4.853 -0.147 0.023 0.281
O -5.363 2.603 -5.263 -0.187 0.27 -0.466
O -0.013 0.075 -0.566 0.11 0.111 -0.285
O -1.941 1.572 -1.512 0.033 -0.189 -0.227
O 4.586 0.913 -1.667 0.319 -0.663 -0.108
O 2.879 2.684 -0.784 0.147 -0.191 -0.2
O -29.942 1.026 -2.976 -0.484 0.202 0.352
O 9.563 4.322 -5.794 0.129 -0.158 0.235
O 8.738 -2.466 -5.3 -0.292 0.161 0.078
O -28.925 1.205 -6.49 0.512 0.364 0.059
O -27.923 -4.785 25.626 -0.277 0.045 0.037
O 14.363 1.526 -1.289 -0.297 0.05 -0.11
O 4.489 -6.6 -2.391 -0.113 0.15 -0.522
O 16.131 1.729 -3.178 0.138 0.07 0.337
O 6.191 0.083 -3.618 0.068 -0.536 -0.556
O -32.263 4.302 -3.207 -0.027 -0.61 -0.102
O -25.754 -1.4 -1.43 -0.315 0.511 -0.248
O 12.472 -6.491 -1.553 0.292 -0.166 -0.273
O -30.222 5.295 -2.038 0.161 -0.188 -0.002
O 5.87 5.304 -0.52 0.03 -0.136 -0.641
O -26.097 -2.02 -3.934 0.035 -0.344 -0.314
O 6.929 -7.002 -1.442 0.296 -0.273 -0.495
O 16.961 -0.133 25.555 0.659 -0.114 0.16
O 5.705 -4.729 -1.09 0.328 -0.102 -0.16
O -16.88 -3.692 25.368 -0.048 -0.286 0.165
O -11.879 -3.965 -1.518 -0.136 0.465 -0.268
O -3.252 2.407 -3.649 0.15 -0.483 0.019
O -11.016 4.356 -3.409 0.387 -0.223 -0.521
O -7.566 -5.556 -4.109 -0.42 -0.295 0.3
O 13.615 2.273 -3.752 -0.305 0.272 0.326
O -26.812 -4.739 -5.998 0.205 0.341 -0.333
O -19.349 -3.64 24.498 -0.496 -0.339 0.125
O -7.769 1.288 25.804 0.295 0.292 -0.046
O -31.232 2.932 -6.72 0.282 0.395 0.073
O 4.651 3.32 -5.554 -0.064 -0.018 -0.702
O 10.702 -5.021 -0.458 -0.141 -0.131 -0.533
O 12.113 6.969 -2.582 -0.347 0.449 0.141
O -15.085 -2.28 -6.735 0.205 -0.276 -0.522
O -30.092 -2.719 -0.279 -0.292 0.214 -0.407
O -1.432 -4.486 23.573 0.067 0.648 0.325
O 21.896 -0.049 -0.105 -0.007 -0.114 -0.163
O 19.863 4.675 -3.529 0.481 -0.437 0.116
O 28.008 -1.198 25.924 0.1 -0.35 0.407
O 16.365 5.421 -0.258 0.069 0.051 -0.392
O 1.602 -3.939 -2.357 0.158 -0.24 0.145
O 20.251 -3.054 -1.175 0.226 0.193 -0.385
O -16.765 -5.175 -5.384 0.199 0.295 -0.514
O 21.481 5.481 -5.727 0.351 -0.556 -0.482
O -18.898 -6.48 -6.344 -0.272 0.469 -0.023
O -27.384 -5.619 -3.471 -0.521 -0.17 -0.134
O -6.449 0.223 -5.798 0.269 0.012 -0.135
O -15.448 -1.396 25.513 -0.261 0.512 0.155
O 28.511 4.613 -0.994 -0.353 -0.167 -0.314
O -7.862 2.238 -4.929 -0.076 0.429 0.455
O 25.754 1.468 -1.046 -0.055 0.321 -0.043
O 24.989 -0.833 -3.42 0.161 0.009 -0.087
O -20.139 -1.602 -1.583 0.113 0.172 -0.009
O -22.639 -7.799 24.632 -0.091 0.462 0.114
O 21.761 -5.171 -0.42 -0.038 0.047 -0.467
O 6.258 -6.136 25.242 0.068 0.396 -0.214
O 15.162 6.914 25.968 0.284 0.633 0.192
O -12.955 -3.435 -5.35 0.561 0.367 -0.426
O -13.801 4.352 25.367 -0.141 -0.397 0.267
O -17.226 -7.71 -4.653 0.294 -0.057 0.628
O 31.384 0.634 -0.829 -0.428 0.168 -0.39
O 26.798 6.601 -0.612 0.253 -0.521 -0.125
O -9.326 0.619 -6.323 -0.159 -0.207 -0.07
O -32.062 -7.839 -3.171 0.546 -0.589 0.443
O -29.327 7.099 -3.799 -0.001 0.83 0.049
O -24.902 2.107 -6.057 -0.633 0.356 0.339
O 16.826 7.734 -5.792 -0.337 0.279 0.292
O -28.656 7.135 -1.233 -0.132 0.395 -0.021
O -31.706 -0.791 -0.947 0.02 0.264 -0.174
O -12.124 1.037 -6.052 -0.261 0.114 0.454
O -13.721 -8.136 -3.654 0.174 0.623 -0.042
O -4.945 -5.754 -4.43 0.063 0.131 0.411
O 12.936 -0.519 -5.547 -0.101 0.006 -0.388
O -24.025 1.593 -1.375 -0.424 -0.261 -0.631
O 14.9 6.031 -5.873 0.023 -0.31 0.368
O -18.841 5.651 22.102 -0.253 0.053 0.056
O 27.944 -3.536 24.725 0.522 0.047 0.564
O -3.68 3.535 -1.319 -0.044 -0.198 -0.285
O -31.019 5.649 -5.16 0.18 -0.318 -0.341
O 22.534 -7.548 23.029 0.184 -0.119 0.223
O -8.014 5.647 22.013 0.148 0.06 0.086
O -8.132 -0.761 24.181 0.271 -0.463 0.379
O -22.31 2.005 23.04 0.06 0.047 0.112
O -4.396 -0.851 -1.75 0.513 0.166 -0.672
O -30.447 -3.565 -5.011 0.282 -0.013 0.296
O -26.014 -3.91 -2.067 0.035 -0.046 0.424
O -11.527 5.644 -1.164 -0.096 -0.13 -0.007
O 0.901 -2.534 -5.784 -0.226 -0.118 0.474
O -27.653 -2.166 25.268 0.074 0.399 -0.52
O -24.684 8.156 -0.38 0.238 0.279 -0.25
O -28.41 -4.568 -1.209 0.092 -0.299 -0.271
O -9.264 -6.655 25.784 0.069 0.217 0.477
O -24.469 -2.871 0.081 -0.103 -0.141 -0.02
O 30.217 -5.78 -4.935 0.007 0.007 -0.099
O 18.961 -7.286 -6.183 -0.347 0.397 -0.453
O 28.146 6.757 -2.689 0.242 -0.24 -0.63
O 6.445 -3.69 -5.95 -0.155 0.747 0.443
O -19.184 2.8 -0.434 -0.018 0.088 -0.527
O -5.947 0.935 -0.861 0.472 0.165 0.114
O 0.943 3.864 23.105 -0.097 0.312 0.36
O -19.282 -8.061 -0.238 -0.1 -0.017 -0.456
O 27.025 2.546 22.236 -0.075 0.329 0.669
O 13.213 7.903 24.467 -0.045 0.127 -0.007
O 26.105 -5.389 -3.33 -0.265 -0.451 0.131
O 10.317 7.946 -4.33 -0.058 0.551 -0.154
O 22.846 -2.855 -5.209 0.192 -0.599 -0.239
O -20.981 4.614 -1.14 0.347 0.044 -0.196
O -13.776 -2.647 -0.455 -0.151 0.123 -0.521
O -12.568 1.296 -1.606 0.377 -0.144 -0.506
O -18.908 -3.151 -3.419 0.232 0.258 -0.619
O -17.865 6.423 -1.225 -0.438 -0.299 -0.158
O 8.817 -0.707 -3.419 0.421 0.283 -0.027
O -23.081 2.091 -4.039 -0.086 -0.262 0.402
O -14.998 -6.969 -1.595 0.077 0.305 -0.329
O 31.049 -1.621 -5.011 -0.391 0.567 -0.116
O -16.49 -5.447 -0.206 -0.117 0.22 0.07
O -9.34 4.297 -1.456 0.149 0.013 -0.599
O -31.788 7.587 25.358 0.124 -0.249 -0.269
O -8.404 4.53 25.316 0.172 -0.205 0.366
O -31.958 -1.907 -6.327 -0.102 0.103 -0.39
O -8.013 2.525 -0.364 0.15 0.124 -0.509
O 7.903 -0.547 25.134 0.621 0.046 0.58
O -32.504 0.642 -3.01 -0.258 0.656 -0.13
O 14.363 -3.094 -7.227 0.086 -0.257 -0.085
O -22.726 -6.458 -5.177 0.459 -0.001 -0.462
O -1.042 4.307 24.793 0.025 -0.034 -0.246
O -7.258 -5.542 24.37 -0.132 0.424 0.345
O 23.803 2.578 25.581 0.148 0.033 0.443
O -20.439 2.561 -4.032 0.055 -0.169 0.499
O 30.591 -7.846 -3.462 0.042 0.008 0.884
O -8.23 -1.652 -6.329 -0.201 -0.597 0.134
O 17.407 3.912 -3.693 -0.514 0.338 -0.371
O 8.495 -5.156 -5.313 0.485 -0.075 0.223
O -18.543 3.821 -5.367 0.025 0.167 -0.548
O -23.227 -5.001 -0.86 -0.197 -0.205 -0.025
O -13.496 -0.961 -5.122 0.035 0.179 0.66
O 31.46 1.935 -6.582 0.215 -0.491 -0.147
O -1.164 6.86 -1.56 0.054 -0.381 -0.269
O 14.587 -5.809 -2.951 0.048 -0.127 -0.483
O 21.515 -4.227 -3.528 0.057 0.301 0.325
O -2.732 -2.6 -0.703 0.101 -0.037 -0.567
O -19.292 -0.716 -4.016 -0.234 0.206 -0.042
O -1.456 0.39 25.047 -0.022 -0.446 -0.439
O -21.851 -4.558 -2.976 0.349 -0.085 -0.126
O -25.211 8.039 24.465 0.259 -0.369 -0.045
O 6.941 1.789 24.498 -0.196 -0.17 0.238
O -26.469 -7.287 -5.364 -0.284 -0.327 -0.256
O -16.169 3.298 24.94 -0.566 -0.058 0.7
O -17.475 5.261 -3.417 0.258 -0.191 -0.092
O 26.969 -5.811 25.342 -0.555 0.055 -0.087
O 19.839 -0.67 -2.483 0.075 -0.052 -0.326
O 1.227 -3.335 25.075 -0.284 -0.18 -0.501
O -15.339 6.594 -4.867 -0.164 -0.425 0.142
O 31.516 -1.559 -2.345 0.094 -0.242 0.466
O -15.287 -2.997 -4.343 -0.223 0.227 0.084
O 15.444 -2.097 25.059 -0.347 0.14 -0.301
O -25.697 -3.873 24.592 -0.123 -0.468 0.041
O -5.154 -5.848 -0.641 -0.203 -0.273 -0.506
O 17.317 -1.437 23.27 0.746 -0.188 0.42
O 30.217 6.663 -1.125 -0.257 0.335 -0.085
O -10.866 -1.279 -5.565 0.047 -0.547 0.181
O 28.287 -7.524 -1.031 0.299 0.241 -0.3
O 18.118 -7.705 -1.184 0.122 -0.131 -0.267
O 3.974 -4.987 -6.299 0.078 0.032 0.313
O 14.606 2.132 -6.217 -0.018 0.064 -0.081
O 20.736 -1.557 24.755 -0.658 -0.205 -0.157
O -9.845 -2.814 24.728 0.458 -0.113 0.408
O 23.503 0.901 -2.272 -0.492 0.11 -0.088
O 17.167 2.218 -5.596 0.28 -0.158 0.046
O -0.294 1.82 -6.199 -0.387 -0.072 0.167
O 14.374 6.868 -1.22 0.307 0.289 -0.115

Results
total energy: -406605.336 eV
total energy less fixed offsets of O -438.25, Si -107.07 eV per atom: 7.464 eV
